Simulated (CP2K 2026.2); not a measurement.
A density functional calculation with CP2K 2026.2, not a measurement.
Periodic cell of 1041 atoms, Si736O305, from a study of silicon, its oxide and their interface. The atomic structure is a simulated model.
Doubt: the forces sum to 2.01 eV/angstrom along one axis rather than to zero, so they err by at least 0.0019 eV/angstrom per atom on average; the grid cutoff is modest.

Settings: functional PBE; method Gaussian and plane waves; basis set DZVP-MOLOPT-SR-GTH; pseudopotentials GTH-PBE; grid cutoff 350 Ry, relative cutoff 50 Ry; k points Gamma only; occupations fixed; spin none; net charge 0.

Cell vectors (angstrom)
a, 30.7742, 0, 0
b, 0, 15.3871, 0
c, 5.0907, 4.1878, 39.2288

Atoms: element, x, y, z (angstrom)
Si, 31.8919, 3.9796, 30.9137
Si, 31.2735, 7.0132, 30.4815
Si, 31.8155, 12.3151, 31.0571
Si, 32.6681, 15.7967, 33.3116
Si, 35.0568, 4.1349, 33.1771
Si, 5.2709, 7.9105, 31.0733
Si, 5.3091, 11.0156, 30.2853
Si, 5.7975, 16.0567, 30.4866
Si, 8.7873, 3.8427, 31.2073
Si, 8.268, 8.1176, 31.2159
Si, 8.2169, 11.0753, 30.5908
Si, 8.8494, 16.1033, 31.082
Si, 13.4573, 3.6429, 30.4417
Si, 13.2164, 8.1234, 31.0562
Si, 13.5695, 11.1845, 30.6468
Si, 13.1627, 15.9421, 30.2402
Si, 5.7908, 3.7818, 30.4691
Si, 35.0766, 7.9736, 33.183
Si, 35.0454, 11.8481, 33.158
Si, 35.0824, 15.7329, 33.2584
Si, 9.0403, 17.6012, 34.5194
Si, 9.6038, 7.9161, 33.1371
Si, 9.4971, 11.895, 33.1897
Si, 9.6321, 15.7059, 33.2378
Si, 12.0275, 4.1346, 33.2196
Si, 12.0586, 7.9466, 33.1104
Si, 12.6399, 13.71, 34.3822
Si, 12.0599, 15.6798, 33.2516
Si, 17.2574, 4.2294, 33.2041
Si, 17.3137, 8.065, 33.1966
Si, 17.3242, 11.9172, 33.1546
Si, 20.5591, 16.6535, 28.4275
Si, 4.9191, 6.06, 34.4076
Si, 4.8995, 9.9194, 34.3949
Si, 4.945, 13.7682, 34.3972
Si, 4.9582, 17.6501, 34.4656
Si, 9.0161, 6.0805, 34.4867
Si, 8.9863, 9.8901, 34.3667
Si, 8.9957, 13.7963, 34.4652
Si, 9.6247, 4.1459, 33.3247
Si, 12.6312, 6.0723, 34.4335
Si, 12.5846, 9.9225, 34.35
Si, 11.9135, 11.8274, 33.0734
Si, 12.6551, 17.6197, 34.4677
Si, 16.6697, 6.1518, 34.4416
Si, 16.6778, 9.9983, 34.3894
Si, 16.7257, 13.8336, 34.4198
Si, 16.7152, 17.7417, 34.5399
Si, 33.8729, 6.0837, 35.897
Si, 33.8417, 9.9364, 35.8656
Si, 33.9159, 13.8088, 35.9248
Si, 33.9326, 17.6632, 35.9842
Si, 6.9509, 6.09, 35.6597
Si, 6.952, 9.9144, 35.6181
Si, 6.9569, 13.7901, 35.6703
Si, 6.9856, 17.6312, 35.699
Si, 10.8361, 6.0963, 35.9551
Si, 10.7939, 9.9395, 35.8792
Si, 10.8427, 13.7616, 35.9148
Si, 10.8567, 17.6266, 35.9863
Si, 14.6502, 6.12, 35.6771
Si, 14.6275, 9.969, 35.6086
Si, 14.6713, 13.7823, 35.6365
Si, 14.6661, 17.6642, 35.7142
Si, 33.9023, 4.2027, 37.2776
Si, 33.8801, 8.0229, 37.209
Si, 33.8815, 11.8576, 37.2135
Si, 33.9238, 15.7172, 37.2684
Si, 6.9764, 4.1785, 37.0734
Si, 6.9545, 8.0178, 37.0504
Si, 6.967, 11.8428, 37.031
Si, 6.9692, 15.7041, 37.0803
Si, 10.8332, 4.1788, 37.2792
Si, 10.8171, 8.0374, 37.2421
Si, 10.814, 11.8455, 37.2317
Si, 10.8493, 15.682, 37.2607
Si, 14.6521, 4.2046, 37.0927
Si, 14.6424, 8.0598, 37.0461
Si, 14.6555, 11.8723, 37.0441
Si, 14.6684, 15.707, 37.0562
Si, 5.1012, 4.1915, 38.5307
Si, 5.0712, 8.0264, 38.4948
Si, 5.0821, 11.8542, 38.4864
Si, 5.1062, 15.714, 38.5417
Si, 8.855, 4.1809, 38.524
Si, 8.8429, 8.0239, 38.5003
Si, 8.8436, 11.8579, 38.4954
Si, 8.8657, 15.7, 38.5108
Si, 12.7882, 4.1939, 38.5512
Si, 12.7753, 8.0456, 38.5182
Si, 12.7792, 11.8705, 38.506
Si, 12.805, 15.7074, 38.5322
Si, 16.5254, 4.1949, 38.5463
Si, 16.5051, 8.0706, 38.5286
Si, 16.5405, 11.8949, 38.4938
Si, 16.556, 15.7185, 38.4964
Si, 30.6822, 1.9215, 11.6115
Si, 30.7522, 5.7924, 11.566
Si, 30.7151, 9.6168, 11.6119
Si, 30.7574, 13.4594, 11.6156
Si, 3.783, 1.9188, 11.6432
Si, 3.7641, 5.7733, 11.6364
Si, 3.8193, 9.6109, 11.6257
Si, 3.7788, 13.4823, 11.6851
Si, 7.6122, 1.9455, 11.5779
Si, 7.6207, 5.7699, 11.5454
Si, 7.6343, 9.6148, 11.5568
Si, 7.6193, 13.4794, 11.5889
Si, 11.4989, 1.9261, 11.5033
Si, 11.5028, 5.7688, 11.4535
Si, 11.4922, 9.6032, 11.4813
Si, 11.4732, 13.4509, 11.5167
Si, 28.7473, 1.9284, 12.9854
Si, 28.7931, 5.8098, 12.8417
Si, 28.7619, 9.6096, 12.9646
Si, 28.7875, 13.4168, 12.8903
Si, 1.8255, 1.9103, 12.9795
Si, 1.8316, 5.7632, 13.033
Si, 1.8789, 9.5946, 12.9628
Si, 1.8529, 13.4921, 13.0901
Si, 5.7158, 1.9289, 13.0107
Si, 5.7174, 5.7886, 12.9545
Si, 5.7591, 9.6409, 12.9951
Si, 5.7332, 13.4966, 13.0306
Si, 9.5817, 1.9728, 12.8595
Si, 9.5951, 5.7748, 12.8165
Si, 9.5895, 9.5679, 12.8529
Si, 9.5635, 13.4845, 12.9063
Si, 28.7484, 15.2924, 14.2638
Si, 28.7266, 3.9677, 14.2542
Si, 28.7302, 7.6528, 14.296
Si, 28.7516, 11.5433, 14.3265
Si, 32.5958, 15.4717, 14.4678
Si, 32.5208, 3.7954, 14.3788
Si, 32.6338, 7.7128, 14.3911
Si, 1.8751, 11.4754, 14.3663
Si, 5.7367, 15.4141, 14.443
Si, 5.67, 3.8832, 14.34
Si, 5.8103, 7.7009, 14.3401
Si, 5.7629, 11.5669, 14.3912
Si, 9.5301, 15.4655, 14.2203
Si, 9.6159, 3.9039, 14.2036
Si, 9.6287, 7.6384, 14.2178
Si, 9.5965, 11.4906, 14.1691
Si, 30.5542, 15.3704, 15.7564
Si, 30.5498, 3.7893, 15.7455
Si, 30.7145, 5.7179, 17.0587
Si, 30.6682, 11.4309, 15.6818
Si, 3.8093, 15.5028, 15.837
Si, 3.9806, 2.0827, 17.2087
Si, 32.5075, 9.2944, 18.2141
Si, 3.8184, 11.5624, 15.7476
Si, 7.7281, 15.4913, 15.752
Si, 7.8575, 5.7544, 17.0783
Si, 7.7907, 7.6637, 15.6762
Si, 7.7697, 11.544, 15.6529
Si, 11.4471, 15.3887, 15.5547
Si, 11.6138, 3.933, 15.4789
Si, 11.298, 9.5647, 16.872
Si, 11.4997, 11.5146, 15.5514
Si, 29.7192, 1.8919, 16.9631
Si, 30.6248, 7.6556, 15.7029
Si, 30.4508, 9.5469, 17.12
Si, 30.9861, 13.351, 16.9733
Si, 3.6886, 3.8696, 15.6978
Si, 3.8487, 5.8103, 16.9921
Si, 3.8809, 7.7485, 15.6788
Si, 3.4016, 13.501, 17.0488
Si, 7.8795, 2.1418, 17.0186
Si, 7.7004, 3.9435, 15.5552
Si, 8.1873, 9.5925, 16.9568
Si, 8.4242, 13.4901, 16.8235
Si, 9.9509, 2.6463, 18.1163
Si, 11.713, 5.7255, 17.0575
Si, 11.5459, 7.6082, 15.5942
Si, 11.6048, 14.0113, 19.693
Si, 29.804, 13.8736, 19.7138
Si, 13.7369, 6.309, 18.2677
Si, 6.1432, 10.0425, 19.2096
Si, 30.4386, 16.9051, 19.1498
Si, 2.7641, 17.1162, 19.2131
Si, 32.691, 6.142, 18.3071
Si, 3.7587, 9.6394, 17.0934
Si, 4.1596, 14.4975, 19.7546
Si, 5.9792, 2.9208, 18.2504
Si, 5.8109, 5.3522, 18.1667
Si, 4.9666, 8.8003, 21.56
Si, 6.9371, 15.2791, 20.6437
Si, 11.8526, 1.9924, 16.7391
Si, 9.839, 5.0923, 18.3514
Si, 13.6911, 8.7004, 18.5193
Si, 10.8645, 13.43, 16.7528
Si, 9.8088, 11.834, 28.2736
Si, 11.8751, 11.7728, 26.0607
Si, 31.9524, 13.8983, 24.2641
Si, 30.958, 12.0826, 22.119
Si, 7.7901, 5.2321, 22.2097
Si, 31.5038, 5.4115, 20.8879
Si, 3.9254, 14.1379, 22.6881
Si, 4.7826, 3.1703, 20.9732
Si, 5.474, 5.9849, 20.4131
Si, 4.9194, 9.3612, 24.5807
Si, 6.6756, 5.2483, 25.0666
Si, 15.0552, 16.8491, 24.1876
Si, 10.3436, 6.3394, 21.311
Si, 10.028, 11.8646, 21.1955
Si, 9.6735, 16.5202, 19.8437
Si, 8.2593, 12.4251, 25.811
Si, 9.9122, 10.8933, 23.9482
Si, 31.3181, 15.3344, 30.5775
Si, 14.5264, 2.8547, 21.4106
Si, 10.8978, 9.1951, 21.8699
Si, 7.8536, 2.9378, 26.7416
Si, 13.8697, 9.3868, 21.6472
Si, 17.3735, 18.0365, 25.997
Si, 5.3195, 12.4209, 24.8324
Si, 12.1453, 4.448, 22.5895
Si, 31.7737, 8.8272, 27.9859
Si, 33.6087, 13.0108, 26.7319
Si, 9.4922, 4.7331, 28.5016
Si, 9.4569, 2.7811, 22.4095
Si, 5.3715, 16.864, 26.0202
Si, 5.6207, 16.5973, 22.9901
Si, 12.7607, 3.3039, 25.2278
Si, 7.5149, 12.6119, 19.7107
Si, 10.5339, 14.4189, 25.9132
Si, 10.0455, 17.1522, 25.1101
Si, 3.6629, 5.4962, 26.0587
Si, 13.8806, 10.4178, 27.6778
Si, 16.1144, 7.6622, 22.6435
Si, 17.6731, 9.7492, 21.1105
Si, 12.1232, 7.8907, 28.1862
Si, 33.5367, 10.9608, 28.8012
Si, 32.7227, 17.2646, 28.7593
Si, 9.1628, 7.7435, 28.1937
Si, 10.6946, 14.6438, 28.9232
Si, 6.7365, 7.7651, 26.6486
Si, 4.925, 6.1265, 28.6886
Si, 33.0476, 8.1074, 25.2222
Si, 12.4693, 4.8531, 27.8074
Si, 16.5117, 4.2737, 30.9559
Si, 16.097, 7.3057, 30.4307
Si, 16.3675, 12.345, 31.0843
Si, 17.2413, 15.8552, 33.2775
Si, 19.6507, 4.3289, 33.3358
Si, 20.5546, 8.0492, 31.0616
Si, 20.455, 11.2435, 30.7615
Si, 21.0044, 16.3044, 31.1989
Si, 24.2447, 3.921, 31.2898
Si, 23.6302, 8.1674, 31.0558
Si, 23.4742, 11.2795, 30.4966
Si, 24.0375, 16.1608, 31.3299
Si, 28.839, 3.4683, 30.6876
Si, 28.5242, 7.9898, 31.0987
Si, 28.948, 11.0205, 30.6385
Si, 28.2512, 15.865, 31.0797
Si, 21.2477, 4.1259, 30.7941
Si, 19.7093, 8.007, 33.2398
Si, 19.7401, 11.8443, 32.9954
Si, 19.6973, 15.8215, 33.1033
Si, 24.4416, 17.633, 34.5788
Si, 24.8812, 7.9556, 33.0829
Si, 24.9208, 11.9201, 33.1264
Si, 25.1043, 15.7462, 33.3198
Si, 27.4477, 4.181, 33.393
Si, 27.3319, 7.9506, 33.1172
Si, 28.0369, 13.7437, 34.3801
Si, 27.5057, 15.7636, 33.2881
Si, 32.6645, 4.1115, 33.1584
Si, 32.6676, 7.9778, 33.0833
Si, 32.6265, 11.945, 33.2105
Si, 4.2281, 15.2707, 28.1599
Si, 20.2761, 6.1772, 34.5967
Si, 20.288, 9.9865, 34.389
Si, 20.3302, 13.8217, 34.2578
Si, 20.3205, 17.7032, 34.4249
Si, 24.3711, 6.134, 34.4974
Si, 24.3467, 9.9352, 34.3339
Si, 24.4034, 13.8053, 34.4466
Si, 25.0533, 4.1819, 33.4082
Si, 27.9895, 6.1479, 34.516
Si, 27.9501, 9.903, 34.3682
Si, 27.3404, 11.8244, 33.1118
Si, 28.0449, 17.6412, 34.5904
Si, 32.0628, 6.0745, 34.3703
Si, 32.032, 9.931, 34.3203
Si, 32.0649, 13.8314, 34.4818
Si, 32.091, 17.6824, 34.546
Si, 18.4351, 6.1723, 36.009
Si, 18.4861, 10.0011, 35.9001
Si, 18.5651, 13.8392, 35.8605
Si, 18.5484, 17.717, 35.9786
Si, 22.3443, 6.1353, 35.7284
Si, 22.3311, 9.9617, 35.6148
Si, 22.3301, 13.8263, 35.6003
Si, 22.3483, 17.6583, 35.6853
Si, 26.1786, 6.1462, 35.9966
Si, 26.1498, 9.9516, 35.872
Si, 26.2342, 13.769, 35.9135
Si, 26.2298, 17.6463, 36.0683
Si, 30.0591, 6.1195, 35.6699
Si, 30.0115, 9.9297, 35.5989
Si, 30.0321, 13.783, 35.68
Si, 30.0758, 17.6542, 35.768
Si, 18.4999, 4.2363, 37.3046
Si, 18.4717, 8.1095, 37.2756
Si, 18.5091, 11.9251, 37.2145
Si, 18.5346, 15.7434, 37.229
Si, 22.3493, 4.1938, 37.0877
Si, 22.3467, 8.0758, 37.0772
Si, 22.3395, 11.8937, 37.0081
Si, 22.3364, 15.7203, 37.0534
Si, 26.2062, 4.2172, 37.3137
Si, 26.184, 8.0766, 37.2729
Si, 26.1968, 11.8554, 37.2278
Si, 26.2261, 15.6757, 37.2873
Si, 30.0532, 4.2137, 37.1035
Si, 30.057, 8.0433, 37.0524
Si, 30.039, 11.843, 37.0387
Si, 30.0555, 15.6989, 37.0988
Si, 20.476, 4.2137, 38.5441
Si, 20.4572, 8.0647, 38.5181
Si, 20.4716, 11.8932, 38.488
Si, 20.4764, 15.732, 38.5226
Si, 24.2242, 4.1951, 38.5429
Si, 24.2193, 8.0629, 38.5334
Si, 24.2185, 11.8869, 38.4812
Si, 24.2293, 15.7056, 38.5052
Si, 28.1821, 4.2086, 38.5549
Si, 28.1722, 8.0487, 38.5092
Si, 28.1655, 11.8562, 38.5003
Si, 28.1851, 15.7046, 38.5525
Si, 31.9371, 4.192, 38.541
Si, 31.9329, 8.034, 38.5082
Si, 31.9245, 11.8624, 38.4977
Si, 31.9474, 15.7049, 38.5276
Si, 15.3455, 1.8984, 11.529
Si, 15.3952, 5.7667, 11.4842
Si, 15.3578, 9.5997, 11.5213
Si, 15.3873, 13.4494, 11.5615
Si, 19.1915, 1.892, 11.5617
Si, 19.1922, 5.7349, 11.5422
Si, 19.2281, 9.6295, 11.4912
Si, 19.1945, 13.4706, 11.6262
Si, 22.9916, 1.911, 11.5147
Si, 23.0077, 5.7484, 11.4594
Si, 23.0112, 9.647, 11.4652
Si, 23.0098, 13.4776, 11.5389
Si, 26.911, 1.9075, 11.5007
Si, 26.9012, 5.7722, 11.4509
Si, 26.9204, 9.6235, 11.483
Si, 26.8795, 13.4665, 11.5152
Si, 13.4135, 1.8963, 12.8702
Si, 13.4463, 5.7871, 12.7631
Si, 13.4002, 9.6038, 12.845
Si, 13.4169, 13.406, 12.8343
Si, 17.2569, 1.894, 12.911
Si, 17.2703, 5.7017, 12.9204
Si, 17.3192, 9.5844, 12.8326
Si, 17.2701, 13.4668, 13.0195
Si, 21.1018, 1.8848, 12.9467
Si, 21.1313, 5.749, 12.8805
Si, 21.1305, 9.6663, 12.8808
Si, 21.1412, 13.4719, 12.9946
Si, 24.9605, 1.8967, 12.78
Si, 24.9574, 5.7525, 12.7403
Si, 24.9629, 9.6586, 12.7426
Si, 24.949, 13.512, 12.8575
Si, 13.3571, 15.3019, 14.1768
Si, 13.4802, 3.9013, 14.1171
Si, 13.4161, 7.666, 14.1595
Si, 13.4292, 11.5027, 14.2212
Si, 17.2362, 15.4496, 14.3834
Si, 17.2153, 3.7685, 14.3259
Si, 17.3556, 7.6715, 14.1956
Si, 17.3056, 11.4317, 14.2649
Si, 21.163, 15.3872, 14.4037
Si, 21.0463, 3.8313, 14.272
Si, 21.1503, 7.7186, 14.1742
Si, 21.1658, 11.5339, 14.3535
Si, 24.9318, 15.4435, 14.2225
Si, 24.9479, 3.8242, 14.0645
Si, 24.9268, 7.7104, 14.0004
Si, 24.9756, 11.552, 14.1228
Si, 15.1729, 15.3664, 15.629
Si, 15.2484, 3.7807, 15.6636
Si, 15.4774, 5.828, 16.8025
Si, 15.344, 11.3794, 15.5747
Si, 19.222, 15.4451, 15.7558
Si, 19.4844, 2.0276, 17.1148
Si, 17.2898, 8.9177, 18.1345
Si, 19.2115, 11.4553, 15.6863
Si, 23.1461, 15.4764, 15.764
Si, 23.3238, 5.7917, 16.6628
Si, 23.106, 7.758, 15.4438
Si, 23.1828, 11.5374, 15.6186
Si, 26.82, 15.3658, 15.6117
Si, 26.755, 3.9856, 15.5449
Si, 26.2768, 9.6052, 16.804
Si, 26.7759, 11.587, 15.6317
Si, 14.3296, 1.8815, 16.8434
Si, 15.3741, 7.6792, 15.4188
Si, 15.3415, 9.4477, 16.9552
Si, 15.5692, 13.3265, 16.8152
Si, 19.1288, 3.8601, 15.6927
Si, 19.3472, 5.7801, 17.056
Si, 19.294, 7.6322, 15.5669
Si, 18.7575, 13.4138, 16.916
Si, 23.4155, 2.1246, 17.0564
Si, 23.0781, 3.8295, 15.4402
Si, 23.8037, 9.5672, 16.8183
Si, 23.8058, 13.4631, 16.8621
Si, 25.5821, 2.3264, 18.223
Si, 25.7745, 5.8859, 16.7577
Si, 26.6862, 7.6907, 15.5068
Si, 26.7585, 13.3872, 19.3499
Si, 14.6747, 13.8466, 19.5667
Si, 29.2601, 5.9819, 18.8785
Si, 21.7311, 9.8045, 19.0212
Si, 15.193, 16.7968, 18.9173
Si, 18.1908, 17.0422, 19.037
Si, 17.3131, 6.4365, 18.1953
Si, 19.2533, 9.477, 17.0061
Si, 19.3251, 14.3094, 19.6383
Si, 21.4803, 2.8387, 18.2099
Si, 21.4495, 5.2849, 18.1505
Si, 20.5015, 8.5987, 21.4055
Si, 22.0744, 14.9119, 20.7557
Si, 27.3013, 2.0096, 16.6975
Si, 26.4995, 5.0648, 19.4344
Si, 28.6501, 9.0553, 18.6713
Si, 26.2456, 13.484, 16.9808
Si, 24.8434, 12.2977, 27.9782
Si, 27.2437, 12.2296, 26.2096
Si, 16.0914, 13.8094, 24.04
Si, 15.491, 11.9037, 21.8487
Si, 23.1469, 4.6414, 22.4871
Si, 15.6193, 5.4544, 20.5776
Si, 18.8556, 13.9268, 22.4677
Si, 20.1669, 2.9479, 20.9029
Si, 21.0522, 5.7199, 20.4627
Si, 20.4454, 9.1189, 24.3709
Si, 21.8987, 4.6758, 25.2974
Si, 31.1352, 16.8692, 24.1961
Si, 25.9041, 5.9629, 22.462
Si, 25.4777, 11.2874, 20.8862
Si, 24.8785, 15.5939, 20.3298
Si, 23.2541, 13.0826, 25.4221
Si, 25.4582, 11.5235, 23.8675
Si, 16.2128, 15.3927, 30.4712
Si, 30.0552, 2.8734, 21.7472
Si, 26.217, 9.1142, 22.5633
Si, 23.0998, 17.8776, 27.2481
Si, 29.1667, 9.4975, 21.8011
Si, 33.2545, 2.7829, 25.8954
Si, 20.3798, 12.1613, 24.5781
Si, 27.4023, 3.6535, 23.3237
Si, 16.7199, 9.1365, 27.8413
Si, 18.0584, 13.1402, 26.1481
Si, 25.0838, 4.4308, 28.5242
Si, 24.7391, 17.518, 22.6468
Si, 19.6447, 15.8804, 25.75
Si, 20.6311, 16.2373, 22.9302
Si, 28.6647, 17.8714, 25.8491
Si, 22.8504, 12.3924, 19.6421
Si, 26.9875, 15.3589, 26.571
Si, 24.3129, 15.9318, 25.2336
Si, 18.9644, 5.1961, 26.2374
Si, 29.0514, 10.3252, 27.6834
Si, 31.5061, 7.8633, 22.5366
Si, 33.014, 10.1921, 21.0555
Si, 27.5804, 7.6394, 28.1292
Si, 18.1173, 11.5396, 28.7741
Si, 17.6587, 17.5627, 28.8873
Si, 24.5265, 7.3297, 28.1222
Si, 25.9217, 14.8569, 29.3129
Si, 22.0784, 7.4473, 26.5263
Si, 20.2101, 6.1151, 28.7495
Si, 17.8212, 7.8406, 25.1875
Si, 28.1059, 4.667, 27.9298
Si, 30.7689, 13.46, 0.658
Si, 30.7645, 1.9291, 0.6524
Si, 30.7566, 5.7575, 0.6379
Si, 30.7654, 9.5862, 0.643
Si, 3.7763, 13.445, 0.6418
Si, 3.7698, 1.9214, 0.6477
Si, 3.7636, 5.7566, 0.6406
Si, 3.7705, 9.5912, 0.6415
Si, 7.6827, 13.4528, 0.659
Si, 7.674, 1.9372, 0.6636
Si, 7.6743, 5.7738, 0.6574
Si, 7.6785, 9.5981, 0.6571
Si, 11.4553, 13.4525, 0.6484
Si, 11.4461, 1.9455, 0.6561
Si, 11.4479, 5.7992, 0.658
Si, 11.4575, 9.6186, 0.6444
Si, 15.3657, 13.4715, 0.6508
Si, 15.3642, 1.9539, 0.6577
Si, 15.3622, 5.7953, 0.6463
Si, 15.3676, 9.6159, 0.6418
Si, 19.1543, 13.4494, 0.6388
Si, 19.1441, 1.9409, 0.6544
Si, 19.1446, 5.7965, 0.6502
Si, 19.1479, 9.6045, 0.6405
Si, 23.0753, 13.4611, 0.6569
Si, 23.0717, 1.9478, 0.6628
Si, 23.0741, 5.7683, 0.6562
Si, 23.0756, 9.5844, 0.6552
Si, 26.8599, 13.4518, 0.6529
Si, 26.8583, 1.9314, 0.6587
Si, 26.8589, 5.7643, 0.6475
Si, 26.8602, 9.5919, 0.6496
Si, 1.8896, 13.4545, 2.0414
Si, 1.8827, 1.9236, 2.0422
Si, 1.8748, 5.7611, 2.0344
Si, 1.8824, 9.5992, 2.0369
Si, 5.7226, 13.4556, 1.9858
Si, 5.716, 1.9254, 1.9914
Si, 5.7136, 5.7659, 1.9848
Si, 5.7183, 9.605, 1.9864
Si, 9.5688, 13.457, 2.0512
Si, 9.5615, 1.933, 2.0562
Si, 9.5601, 5.7832, 2.0557
Si, 9.5683, 9.613, 2.0469
Si, 13.4092, 13.4638, 1.9819
Si, 13.4049, 1.9371, 1.9841
Si, 13.4083, 5.7831, 1.9847
Si, 13.4123, 9.616, 1.9791
Si, 17.2626, 13.4619, 2.0299
Si, 17.2558, 1.9393, 2.0426
Si, 17.2535, 5.7857, 2.0381
Si, 17.2582, 9.6141, 2.0319
Si, 21.1107, 13.4591, 1.9706
Si, 21.1066, 1.933, 1.9777
Si, 21.1086, 5.7755, 1.9755
Si, 21.1093, 9.6051, 1.9715
Si, 24.9689, 13.4571, 2.0438
Si, 24.9672, 1.9314, 2.0473
Si, 24.9692, 5.7676, 2.0438
Si, 24.9694, 9.5994, 2.0428
Si, 28.8143, 13.457, 1.9883
Si, 28.8143, 1.9241, 1.9907
Si, 28.8121, 5.7642, 1.9858
Si, 28.8159, 9.5986, 1.9845
Si, 1.8872, 15.3819, 3.3917
Si, 1.8821, 3.8437, 3.3971
Si, 1.8821, 7.6827, 3.3955
Si, 1.8853, 11.5284, 3.3898
Si, 5.7159, 15.3827, 3.3566
Si, 5.713, 3.8465, 3.3636
Si, 5.7132, 7.6862, 3.3619
Si, 5.716, 11.5338, 3.3571
Si, 9.5605, 15.387, 3.4007
Si, 9.5595, 3.8546, 3.408
Si, 9.5594, 7.7002, 3.4137
Si, 9.5598, 11.5358, 3.4047
Si, 13.4055, 15.3917, 3.3471
Si, 13.4077, 3.8563, 3.3559
Si, 13.4099, 7.7003, 3.3605
Si, 13.4101, 11.5401, 3.3515
Si, 17.2572, 15.3891, 3.3756
Si, 17.2579, 3.8592, 3.3886
Si, 17.2578, 7.701, 3.3934
Si, 17.2596, 11.5396, 3.3796
Si, 21.1103, 15.3867, 3.3342
Si, 21.1079, 3.8518, 3.3464
Si, 21.1124, 7.6913, 3.3504
Si, 21.1143, 11.5351, 3.3351
Si, 24.9695, 15.3861, 3.3891
Si, 24.9684, 3.8479, 3.4018
Si, 24.9701, 7.6863, 3.4033
Si, 24.9673, 11.53, 3.3895
Si, 28.8183, 15.3828, 3.3566
Si, 28.8158, 3.8445, 3.3631
Si, 28.8174, 7.6839, 3.3637
Si, 28.8179, 11.5296, 3.3526
Si, 30.735, 15.3816, 4.7393
Si, 30.7315, 3.8428, 4.7456
Si, 30.7328, 7.6894, 4.7471
Si, 30.7336, 11.5351, 4.7369
Si, 3.808, 15.3831, 4.7501
Si, 3.8041, 3.845, 4.7535
Si, 3.8048, 7.6893, 4.7523
Si, 3.8075, 11.5392, 4.7483
Si, 7.623, 15.3855, 4.7439
Si, 7.622, 3.8459, 4.7487
Si, 7.6192, 7.6952, 4.7511
Si, 7.6221, 11.5392, 4.7464
Si, 11.4957, 15.3877, 4.7377
Si, 11.4958, 3.8486, 4.743
Si, 11.4973, 7.6982, 4.7468
Si, 11.4966, 11.5405, 4.7393
Si, 15.3263, 15.3854, 4.7202
Si, 15.3275, 3.8474, 4.7306
Si, 15.3287, 7.6985, 4.7367
Si, 15.3298, 11.5408, 4.7253
Si, 19.1927, 15.386, 4.7091
Si, 19.1932, 3.848, 4.7228
Si, 19.1959, 7.6935, 4.7258
Si, 19.1976, 11.5397, 4.7113
Si, 23.0262, 15.3848, 4.7148
Si, 23.0242, 3.844, 4.7268
Si, 23.0267, 7.691, 4.7317
Si, 23.0263, 11.5366, 4.7199
Si, 26.9038, 15.3851, 4.7334
Si, 26.9024, 3.8438, 4.7436
Si, 26.9043, 7.6896, 4.7449
Si, 26.9023, 11.5352, 4.7317
Si, 30.7476, 13.4583, 6.1031
Si, 30.7437, 1.9161, 6.1058
Si, 30.7431, 5.7658, 6.1092
Si, 30.743, 9.6188, 6.1069
Si, 3.7986, 13.4623, 6.1211
Si, 3.7983, 1.9184, 6.1169
Si, 3.793, 5.7675, 6.1192
Si, 3.8029, 9.6184, 6.1135
Si, 7.6198, 13.4646, 6.1112
Si, 7.6189, 1.9197, 6.1123
Si, 7.6197, 5.7684, 6.1106
Si, 7.6143, 9.6202, 6.1141
Si, 11.4884, 13.4645, 6.1021
Si, 11.4894, 1.9205, 6.103
Si, 11.489, 5.7707, 6.1028
Si, 11.4919, 9.6228, 6.1075
Si, 15.3325, 13.4642, 6.0849
Si, 15.3373, 1.9162, 6.0857
Si, 15.3407, 5.7688, 6.089
Si, 15.3402, 9.6243, 6.0936
Si, 19.1864, 13.464, 6.0683
Si, 19.187, 1.9161, 6.0719
Si, 19.1891, 5.7675, 6.0811
Si, 19.1956, 9.6227, 6.0756
Si, 23.0326, 13.4641, 6.0764
Si, 23.0271, 1.9148, 6.0822
Si, 23.0314, 5.7642, 6.0876
Si, 23.0252, 9.6195, 6.0868
Si, 26.9019, 13.4611, 6.093
Si, 26.9011, 1.9161, 6.1008
Si, 26.8992, 5.7662, 6.1049
Si, 26.9015, 9.6191, 6.1011
Si, 1.881, 13.4634, 7.4996
Si, 1.8817, 1.9178, 7.4924
Si, 1.8785, 5.7677, 7.499
Si, 1.8878, 9.6259, 7.4852
Si, 5.7087, 13.4661, 7.4984
Si, 5.7038, 1.9185, 7.4967
Si, 5.7038, 5.7683, 7.4878
Si, 5.7031, 9.6257, 7.502
Si, 9.5521, 13.4697, 7.4582
Si, 9.5527, 1.917, 7.4569
Si, 9.5524, 5.7677, 7.4549
Si, 9.5495, 9.6223, 7.4532
Si, 13.4172, 13.4593, 7.455
Si, 13.4214, 1.9089, 7.453
Si, 13.4223, 5.7647, 7.4464
Si, 13.4234, 9.6273, 7.4588
Si, 17.2658, 13.4617, 7.4369
Si, 17.2699, 1.9077, 7.4412
Si, 17.2706, 5.7604, 7.4473
Si, 17.2789, 9.6252, 7.441
Si, 21.1038, 13.4689, 7.4276
Si, 21.0994, 1.9073, 7.4383
Si, 21.1059, 5.7609, 7.4401
Si, 21.1024, 9.6247, 7.4508
Si, 24.9627, 13.469, 7.4352
Si, 24.9585, 1.9114, 7.437
Si, 24.9595, 5.7633, 7.4458
Si, 24.957, 9.6233, 7.4359
Si, 28.8281, 13.4595, 7.4559
Si, 28.8272, 1.9144, 7.4647
Si, 28.825, 5.7675, 7.4632
Si, 28.8261, 9.6281, 7.4671
Si, 1.8773, 15.388, 8.8756
Si, 1.8787, 3.8379, 8.8682
Si, 1.8854, 7.7066, 8.8544
Si, 1.8926, 11.5395, 8.8739
Si, 5.6982, 15.3862, 8.8713
Si, 5.6878, 3.8473, 8.8549
Si, 5.6946, 7.6906, 8.8502
Si, 5.6985, 11.5508, 8.875
Si, 9.5474, 15.3876, 8.8321
Si, 9.5451, 3.8407, 8.8147
Si, 9.5426, 7.6967, 8.808
Si, 9.54, 11.5455, 8.8165
Si, 13.4248, 15.3742, 8.8197
Si, 13.4314, 3.8371, 8.7974
Si, 13.4338, 7.6908, 8.7932
Si, 13.4254, 11.5468, 8.8268
Si, 17.2753, 15.3731, 8.8132
Si, 17.2776, 3.826, 8.8045
Si, 17.2894, 7.6969, 8.7921
Si, 17.2775, 11.5472, 8.809
Si, 21.0905, 15.3748, 8.8042
Si, 21.0948, 3.8291, 8.7876
Si, 21.1017, 7.6864, 8.7881
Si, 21.0972, 11.5632, 8.7963
Si, 24.9546, 15.3836, 8.812
Si, 24.9599, 3.8301, 8.7983
Si, 24.9535, 7.6992, 8.7912
Si, 24.9594, 11.5488, 8.7957
Si, 28.8348, 15.3743, 8.8204
Si, 28.836, 3.8414, 8.8169
Si, 28.8336, 7.6974, 8.8105
Si, 28.839, 11.5528, 8.8326
Si, 30.7237, 15.3832, 10.2387
Si, 30.728, 3.8424, 10.2296
Si, 30.7351, 7.7137, 10.2095
Si, 30.7456, 11.5407, 10.2379
Si, 3.7873, 15.3839, 10.2683
Si, 3.7857, 3.8441, 10.2624
Si, 3.7906, 7.6908, 10.2478
Si, 3.7953, 11.5575, 10.2821
Si, 7.6269, 15.3999, 10.2195
Si, 7.6183, 3.8475, 10.1893
Si, 7.6218, 7.695, 10.1894
Si, 7.6322, 11.5539, 10.2155
Si, 11.4912, 15.3786, 10.1652
Si, 11.4965, 3.8342, 10.1304
Si, 11.4951, 7.6934, 10.1188
Si, 11.4739, 11.5395, 10.1509
Si, 15.3575, 15.3626, 10.1767
Si, 15.3557, 3.8234, 10.1599
Si, 15.3689, 7.6932, 10.1409
Si, 15.3649, 11.5371, 10.1804
Si, 19.1867, 15.361, 10.2008
Si, 19.1956, 3.8153, 10.1802
Si, 19.2005, 7.6724, 10.1737
Si, 19.1942, 11.5777, 10.1869
Si, 23.0077, 15.3817, 10.1574
Si, 23.014, 3.8191, 10.132
Si, 23.0173, 7.6979, 10.1382
Si, 23.0203, 11.5749, 10.1405
Si, 26.9032, 15.3774, 10.1485
Si, 26.9016, 3.829, 10.1388
Si, 26.8948, 7.704, 10.1252
Si, 26.8932, 11.5524, 10.1475
O, 16.8545, 8.1018, 31.6167
O, 32.0818, 16.0721, 31.7965
O, 7.1958, 4.1263, 31.1835
O, 4.6564, 4.1076, 31.5754
O, 6.8159, 7.3636, 31.2288
O, 4.7679, 11.7964, 31.5929
O, 6.8005, 11.5666, 29.9786
O, 4.7615, 15.8013, 31.6908
O, 7.2893, 15.6876, 30.9711
O, 8.8074, 12.1027, 31.6934
O, 12.5034, 4.1369, 31.6469
O, 14.9887, 3.7129, 30.9347
O, 14.5211, 7.1813, 30.821
O, 12.2705, 11.7335, 31.4495
O, 14.7706, 12.1123, 31.1874
O, 12.713, 15.6336, 31.7528
O, 14.682, 15.4679, 29.9863
O, 31.9641, 2.0681, 19.1536
O, 30.1359, 13.0738, 18.3434
O, 32.5706, 13.4474, 17.3864
O, 17.2376, 9.7399, 19.5604
O, 5.5384, 15.3681, 19.8071
O, 4.1822, 13.4877, 18.4908
O, 4.7982, 9.6658, 18.3903
O, 7.3867, 9.4708, 18.3628
O, 7.9406, 13.4229, 18.387
O, 12.2696, 9.4514, 18.1916
O, 6.2732, 11.6468, 19.3641
O, 11.4655, 13.268, 18.2705
O, 13.1675, 14.1664, 20.0514
O, 32.7413, 18.4943, 29.8224
O, 31.8151, 5.5007, 30.3361
O, 31.2164, 7.7176, 29.0251
O, 33.1569, 9.4087, 28.6012
O, 32.7396, 11.4183, 30.1088
O, 4.1601, 12.6573, 25.9096
O, 31.9053, 13.8369, 30.4985
O, 31.6081, 16.1793, 29.2274
O, 19.2388, 17.5795, 28.5593
O, 32.4383, 17.7618, 27.2424
O, 4.479, 6.9564, 30.0104
O, 5.2295, 2.6749, 22.4406
O, 4.3356, 11.2671, 29.0202
O, 5.2979, 9.4191, 30.4967
O, 5.7568, 17.6142, 30.0441
O, 9.5221, 4.8, 30.1183
O, 5.1378, 5.0531, 25.5394
O, 8.958, 7.8987, 29.7813
O, 7.9328, 9.6991, 31.3665
O, 9.2912, 10.8095, 29.4073
O, 9.061, 17.6853, 30.7876
O, 9.6807, 15.3441, 29.9404
O, 12.2094, 7.8673, 29.8087
O, 13.2777, 4.6109, 29.1758
O, 8.4994, 12.2469, 27.4047
O, 13.4737, 11.2318, 29.0331
O, 10.9091, 11.2315, 27.259
O, 13.0575, 17.533, 29.9876
O, 12.205, 15.1238, 29.2354
O, 14.2558, 17.338, 20.1102
O, 14.2338, 5.6982, 19.7363
O, 32.4522, 11.5327, 21.7661
O, 14.042, 8.8855, 20.107
O, 30.4525, 15.3393, 19.5646
O, 30.4294, 13.1183, 20.9895
O, 3.3828, 2.5464, 20.4733
O, 30.1686, 6.0286, 20.217
O, 32.5817, 7.7305, 18.7388
O, 15.5028, 13.0056, 20.661
O, 2.9324, 15.5286, 19.536
O, 3.9608, 13.6812, 21.134
O, 5.9369, 2.7248, 19.9042
O, 12.4405, 9.0106, 22.26
O, 7.172, 13.6908, 20.8604
O, 8.1624, 15.8975, 19.7938
O, 9.8701, 17.0586, 21.3421
O, 8.3599, 3.6579, 28.0923
O, 11.7791, 5.8917, 21.9487
O, 9.1627, 6.0651, 22.3891
O, 10.9057, 13.1526, 20.8481
O, 9.7579, 9.5931, 17.4151
O, 10.8346, 15.4186, 19.5947
O, 31.1446, 15.2793, 24.4098
O, 16.2708, 17.6098, 24.9206
O, 15.6247, 6.3012, 21.9502
O, 15.6869, 3.9179, 21.0589
O, 10.5132, 13.0494, 29.0703
O, 5.022, 13.3105, 23.5243
O, 6.7396, 12.803, 25.487
O, 29.9631, 10.8286, 22.218
O, 16.5843, 13.1979, 25.4666
O, 9.0958, 6.1598, 27.8765
O, 6.0158, 16.6469, 24.5527
O, 4.6167, 4.7671, 21.0596
O, 33.984, 6.7971, 25.2368
O, 3.333, 9.3155, 24.961
O, 10.3161, 15.0038, 27.403
O, 6.802, 5.2878, 23.4703
O, 9.151, 17.4431, 23.8023
O, 5.3532, 10.8864, 24.3756
O, 7.6134, 4.0465, 25.5912
O, 11.7937, 13.3934, 25.9418
O, 13.1407, 3.628, 21.6442
O, 10.8495, 10.5054, 20.9328
O, 33.2286, 14.0141, 23.2943
O, 9.6561, 11.9737, 22.7643
O, 9.2324, 13.6362, 25.3573
O, 8.7071, 11.0694, 25.0145
O, 18.7026, 17.1763, 25.7127
O, 8.9887, 17.2635, 26.3207
O, 8.2065, 3.6837, 21.9147
O, 15.4643, 10.1353, 27.5846
O, 8.7356, 11.7258, 20.2503
O, 6.8273, 15.9839, 22.0966
O, 3.7174, 5.8033, 27.6584
O, 14.981, 17.307, 22.6408
O, 13.8221, 9.6379, 31.0479
O, 14.8869, 8.6895, 22.6766
O, 11.3429, 11.1392, 24.6757
O, 33.0432, 11.7036, 27.467
O, 6.4524, 17.5736, 26.9858
O, 10.7442, 15.7006, 24.9735
O, 20.4812, 15.7427, 27.1104
O, 13.1548, 8.9778, 27.6239
O, 31.9466, 8.0766, 24.0588
O, 17.2707, 8.3298, 21.7538
O, 13.6974, 17.3954, 24.9102
O, 10.9494, 4.3135, 27.9553
O, 17.7455, 4.2122, 25.8722
O, 32.1786, 8.187, 26.5719
O, 5.3756, 15.0625, 29.2782
O, 10.3948, 7.9216, 21.0312
O, 4.301, 15.7016, 22.7748
O, 10.6155, 8.2998, 27.7813
O, 10.7377, 3.7007, 22.6539
O, 7.2505, 6.6436, 25.6177
O, 8.0258, 8.497, 27.3118
O, 32.1953, 7.8818, 31.501
O, 16.3688, 16.1238, 31.9045
O, 22.7511, 4.5437, 31.1977
O, 20.1856, 4.7423, 31.8333
O, 22.1171, 7.5566, 31.099
O, 21.9488, 11.8263, 30.4885
O, 22.4825, 15.7616, 31.5969
O, 24.353, 12.1118, 31.5779
O, 28.0554, 4.2139, 31.8749
O, 30.4081, 3.3129, 31.0284
O, 29.7716, 6.9436, 31.1052
O, 27.7654, 11.6862, 31.5173
O, 30.2751, 11.8567, 30.9469
O, 29.7346, 15.2534, 30.8655
O, 16.6504, 2.1182, 18.9038
O, 14.6539, 13.058, 18.1492
O, 17.1503, 13.4002, 17.2481
O, 32.6812, 10.3144, 19.4817
O, 20.7218, 15.0956, 19.896
O, 19.5041, 13.3325, 18.3682
O, 20.4729, 9.3409, 18.1202
O, 23.1062, 9.3611, 18.2929
O, 23.2336, 13.3391, 18.394
O, 28.0959, 4.8753, 19.183
O, 26.0278, 6.168, 18.3586
O, 27.1823, 9.5743, 18.1938
O, 21.6684, 11.4118, 19.1601
O, 28.1914, 14.0052, 19.8025
O, 17.3938, 3.3174, 29.99
O, 16.6195, 5.7771, 30.3377
O, 16.3648, 8.1234, 29.061
O, 18.0314, 10.0713, 28.0866
O, 16.9205, 11.4545, 29.8605
O, 19.0878, 12.0419, 25.5513
O, 16.6828, 13.8706, 30.6454
O, 17.2074, 16.1116, 29.4322
O, 34.1714, 16.5524, 28.701
O, 16.8426, 17.7978, 27.5096
O, 19.7736, 7.1241, 29.9535
O, 20.5129, 17.7494, 22.3728
O, 19.5036, 11.7973, 29.5663
O, 20.4616, 9.6174, 30.6196
O, 21.0655, 17.9141, 30.9257
O, 25.1972, 4.5629, 30.138
O, 20.3494, 4.5364, 25.7354
O, 24.3376, 7.7056, 29.6819
O, 23.4465, 9.7662, 31.0136
O, 24.0866, 11.3001, 28.9989
O, 24.1352, 17.7295, 30.9879
O, 24.5925, 15.415, 30.0161
O, 27.6511, 7.7412, 29.751
O, 28.6931, 4.4006, 29.3987
O, 23.7637, 12.972, 26.9675
O, 28.5848, 11.0388, 29.0678
O, 28.2062, 17.3776, 30.4647
O, 27.2009, 14.9198, 30.2926
O, 26.0257, 11.6081, 27.1095
O, 29.6038, 2.2844, 20.3104
O, 28.5665, 7.4346, 18.7076
O, 21.309, 8.5325, 25.6094
O, 28.9667, 9.5357, 20.189
O, 15.4293, 15.2311, 19.2465
O, 18.7651, 2.3741, 20.3685
O, 23.6536, 3.1626, 22.0061
O, 16.9211, 5.8314, 19.6854
O, 12.8224, 4.4436, 24.0617
O, 18.2292, 15.4357, 19.2854
O, 18.8761, 13.4368, 20.9246
O, 21.3431, 2.5405, 19.8449
O, 20.2615, 7.1048, 20.8053
O, 22.374, 13.3249, 20.8716
O, 23.3027, 15.6064, 19.9735
O, 24.9903, 16.1575, 21.8235
O, 25.6995, 3.6973, 19.1071
O, 24.2648, 3.1139, 28.1535
O, 26.1536, 5.5734, 20.9106
O, 24.4455, 5.4805, 22.9474
O, 26.6559, 11.863, 19.9248
O, 25.5673, 14.1464, 20.1787
O, 32.5673, 17.5032, 24.5977
O, 31.918, 6.372, 22.1062
O, 31.1979, 3.9786, 21.5254
O, 25.6055, 13.3453, 28.9213
O, 19.9185, 13.0393, 23.2976
O, 21.6601, 12.8288, 25.3107
O, 14.1933, 10.966, 21.6385
O, 24.3206, 5.7326, 27.9547
O, 20.7055, 16.0716, 24.5351
O, 20.0331, 4.5515, 20.9637
O, 18.7679, 6.5677, 25.4351
O, 18.844, 8.9769, 24.6421
O, 26.2767, 15.6831, 27.9833
O, 22.1214, 4.4614, 23.7176
O, 24.2037, 17.0726, 24.0987
O, 20.7929, 10.6736, 24.155
O, 28.176, 16.4405, 26.4221
O, 20.632, 15.697, 29.7347
O, 28.7462, 3.4711, 22.4614
O, 4.6927, 7.3377, 20.8932
O, 27.7773, 9.4926, 22.5947
O, 17.3863, 13.9551, 23.0867
O, 25.6688, 16.508, 19.2885
O, 25.5182, 12.0425, 22.3282
O, 23.5553, 14.5626, 24.851
O, 24.0758, 11.9914, 24.5543
O, 4.022, 17.7206, 25.9249
O, 23.6375, 16.5187, 26.5743
O, 22.4361, 5.48, 21.2973
O, 30.6432, 9.9866, 27.7561
O, 24.0821, 11.4899, 20.1214
O, 21.9164, 15.5309, 22.24
O, 30.7405, 17.1155, 22.6531
O, 29.1975, 9.4766, 31.0605
O, 29.9361, 8.169, 22.32
O, 26.752, 12.0885, 24.6709
O, 17.9004, 12.7551, 27.7134
O, 21.8714, 17.5714, 28.2468
O, 25.8838, 15.5863, 25.4186
O, 4.9552, 15.4756, 26.7235
O, 28.3244, 8.8981, 27.4637
O, 16.6796, 7.4377, 24.1246
O, 32.2604, 8.8924, 21.5841
O, 30.0692, 17.6127, 25.1339
O, 26.5411, 4.3003, 27.8723
O, 33.3071, 4.3869, 25.7759
O, 17.0458, 8.2686, 26.5293
O, 32.6357, 5.3101, 19.7237
O, 25.9913, 7.5431, 22.6682
O, 19.2937, 15.4786, 22.4563
O, 26.0294, 7.7088, 27.6889
O, 26.1652, 2.8789, 22.6519
O, 22.4357, 6.1604, 25.6264
O, 23.446, 8.0582, 27.1577
O, 27.0336, 5.2304, 23.3629
O, 18.7093, 14.57, 25.7377
O, 22.7049, 3.5451, 26.1022
O, 10.0023, 9.442, 23.2123
O, 6.9965, 5.9142, 20.9858
O, 18.9951, 5.5468, 27.8306
O, 33.9709, 14.0588, 27.9168
O, 30.9938, 12.7967, 23.5721
O, 28.8808, 3.659, 26.9394
O, 28.5871, 11.3573, 26.5132
O, 5.9779, 7.0497, 27.8847
O, 11.2296, 2.8245, 25.3408
O, 21.7229, 9.1733, 20.5088
O, 5.7709, 8.7579, 25.8228
O, 13.1786, 4.036, 26.6074
O, 15.2372, 12.6743, 23.2606
O, 5.5655, 4.7171, 29.1697
O, 19.2941, 9.6947, 21.2455
O, 27.5077, 13.8132, 26.5196
O, 25.6419, 9.6991, 21.1583
O, 3.7975, 9.9113, 21.3588
O, 16.8788, 11.0081, 21.8041
O, 20.9464, 4.8055, 29.3611
O, 10.0083, 5.5554, 19.9288
O, 21.1709, 6.9737, 27.7766
O, 15.3014, 15.2292, 24.2395
O, 20.8529, 8.4017, 22.9723
O, 6.204, 9.3922, 20.6924
O, 28.2642, 6.2526, 27.616
O, 12.48, 6.449, 27.5475
O, 32.4407, 13.5176, 25.7502
O, 25.503, 9.8948, 23.7965
O, 27.5816, 3.0528, 24.7999
O, 5.2234, 8.6174, 23.1564
O, 13.3787, 11.3047, 26.4159

Results
total energy: -212479.176 eV
total energy less fixed offsets of O -438.35, Si -107.03 eV per atom: -8.346 eV

Forces (eV/angstrom), in the order of the atoms: element, x, y, z
Si, 0.219, 0.0147, 0.6232
Si, 0.0669, 0.086, 0.1579
Si, 0.1535, -0.0061, 0.6795
Si, 0.2299, -0.1784, 0.6217
Si, -0.1622, 0.0372, 0.685
Si, -0.301, -0.0549, 0.6239
Si, -0.0234, 0.0341, 0.2224
Si, -0.0425, 0.0997, 0.1735
Si, 0.2988, 0.0914, 0.6709
Si, 0.3328, -0.3179, 0.4215
Si, 0.0329, 0.1113, 0.0764
Si, 0.2055, -0.1101, 0.7417
Si, -0.0602, -0.0033, 0.1433
Si, -0.3477, -0.1017, 0.4855
Si, -0.1164, -0.0549, 0.0367
Si, -0.0579, 0.0728, 0.2466
Si, -0.1314, 0.0123, 0.1511
Si, -0.0273, -0.0397, 0.0448
Si, -0.2092, -0.0046, 0.6756
Si, -0.2135, -0.0109, 0.7699
Si, -0.0211, 0.005, -0.0098
Si, 0.0081, -0.0082, 0.0886
Si, 0.2821, -0.0602, 0.5572
Si, 0.0711, 0.0202, 0.0083
Si, -0.22, -0.016, 0.6686
Si, -0.029, 0.0235, 0.0437
Si, 0.0205, -0.0177, -0.0999
Si, -0.3269, 0.0579, 0.6541
Si, 0.0035, -0.023, 0
Si, 0.1791, -0.0572, 0.6054
Si, 0.0289, 0.0452, 0.0279
Si, -0.0507, -0.056, 0.0478
Si, 0.038, -0.0007, -0.0694
Si, 0.0321, 0.0093, -0.1066
Si, 0.0162, 0.0116, -0.1064
Si, 0.018, -0.055, -0.0963
Si, -0.0271, -0.0025, -0.065
Si, -0.0011, -0.025, -0.0672
Si, -0.0485, -0.0199, -0.048
Si, 0.0464, -0.003, 0.023
Si, -0.0298, -0.0024, -0.1094
Si, 0.0169, -0.0087, -0.1105
Si, -0.1474, -0.0089, 0.6407
Si, 0.0103, -0.0238, -0.0999
Si, -0.0204, 0.0062, -0.0757
Si, -0.0393, -0.0116, -0.0887
Si, -0.0109, 0.0275, -0.0663
Si, -0.027, 0.0141, -0.0519
Si, -0.0008, -0.0185, -0.0503
Si, -0.0198, 0.0009, -0.0499
Si, -0.0105, 0.0071, -0.0248
Si, -0.0126, 0.0006, -0.0211
Si, -0.0102, 0.0047, 0.0382
Si, 0.0069, 0.0132, 0.0383
Si, -0.0167, -0.0072, 0.0233
Si, -0.012, 0.0227, 0.0349
Si, -0.0149, -0.0352, -0.0428
Si, 0.0077, 0.0353, -0.0178
Si, -0.0137, -0.0024, -0.0099
Si, -0.0281, -0.0076, -0.0504
Si, -0.0055, 0.0112, 0.0363
Si, -0.019, -0.0139, 0.0405
Si, -0.0007, 0.0278, 0.0315
Si, -0.0047, -0.0069, 0.0488
Si, 0.0086, -0.0098, 0.036
Si, -0.0016, -0.0047, 0.0167
Si, -0.0049, 0.0147, 0.0068
Si, 0.02, 0.0041, 0.0488
Si, 0.011, -0.0089, -0.0056
Si, -0.0074, -0.0048, -0.0241
Si, 0.0081, 0.0149, -0.0048
Si, -0.0053, -0.0014, -0.009
Si, 0.0118, -0.011, 0.0355
Si, -0.001, 0.0143, -0.0033
Si, 0.0064, 0.0085, 0.0304
Si, 0.0148, -0.0048, 0.0162
Si, 0.0014, -0.0079, -0.0156
Si, 0.0171, 0.0073, -0.0065
Si, -0.0032, 0.0029, -0.0282
Si, 0.0046, -0.0043, -0.0095
Si, 0.0144, 0.0031, 0.0221
Si, 0.0397, -0.0039, 0.0252
Si, 0.0268, 0.0059, 0.0133
Si, 0.0005, 0.0083, 0.0178
Si, -0.0364, -0.0068, 0.0277
Si, -0.0462, 0.0083, 0.0273
Si, -0.0286, -0.0072, 0.0355
Si, -0.0389, 0.007, 0.0243
Si, 0.0075, -0.0129, 0.0212
Si, 0.0402, 0.0144, 0.0212
Si, 0.0173, 0, 0.0305
Si, 0.0098, 0.0042, 0.0186
Si, -0.0228, 0.013, 0.0269
Si, -0.0183, 0.0002, 0.0287
Si, -0.0323, -0.0143, 0.0315
Si, -0.0357, 0.0078, 0.0248
Si, 0.0255, 0.0081, -0.0111
Si, 0.0061, 0.0048, -0.0291
Si, -0.0089, 0.004, -0.0117
Si, 0.0046, 0.0152, -0.0171
Si, -0.0054, 0.0129, -0.0335
Si, -0.0217, 0.0114, -0.0167
Si, 0.0047, -0.0226, -0.0151
Si, 0.009, -0.0178, -0.002
Si, -0.0145, 0.0029, -0.0167
Si, -0.008, -0.0049, -0.0278
Si, -0.0198, -0.0182, -0.0156
Si, 0.0035, -0.0056, -0.019
Si, 0.01, -0.0125, -0.0208
Si, 0.0006, -0.0105, -0.0243
Si, 0.0039, 0.009, -0.0317
Si, -0.0158, -0.0022, -0.0185
Si, -0.0197, 0.0054, 0.0767
Si, -0.0106, 0.0398, -0.0009
Si, -0.019, 0.0034, -0.0012
Si, -0.0201, -0.0328, -0.0224
Si, -0.0011, -0.0033, 0.0042
Si, 0.0344, 0.0027, 0.0157
Si, -0.0066, -0.0065, 0.011
Si, -0.0121, -0.0195, 0.0367
Si, 0.0264, -0.0221, 0.0395
Si, 0.0207, -0.0085, 0.0143
Si, -0.0018, 0.0055, 0.0055
Si, 0.0319, 0.0212, 0.0031
Si, -0.0017, -0.0206, -0.0256
Si, -0.0101, -0.0137, 0.0056
Si, 0.0282, 0.0118, -0.0089
Si, -0.0028, -0.0263, -0.0128
Si, -0.0359, 0.0331, -0.0042
Si, 0.0112, -0.0711, -0.0113
Si, 0.0117, -0.0047, -0.0228
Si, -0.0173, 0.0122, -0.0259
Si, 0.0066, -0.0214, 0.0049
Si, -0.0215, 0.0245, -0.0339
Si, -0.0608, -0.0062, -0.0117
Si, -0.0192, 0.0362, -0.0257
Si, -0.0192, -0.0024, -0.0258
Si, -0.02, -0.0088, -0.0203
Si, 0.0012, -0.0081, -0.0298
Si, -0.0077, -0.0458, -0.0198
Si, 0.0305, -0.0412, -0.0124
Si, 0, -0.0224, 0.0074
Si, 0.0031, 0.0139, -0.0388
Si, 0.004, 0.0337, -0.0171
Si, 0.059, -0.004, 0.0506
Si, 0.0075, -0.0488, 0.0282
Si, 0.0209, 0.0399, 0.0536
Si, -0.0013, 0.0449, 0.0229
Si, -0.053, -0.0707, 0.0043
Si, 0.0239, -0.0418, 0.0099
Si, -0.0515, 0.0983, -0.7086
Si, 0.0046, 0.0402, 0.0163
Si, -0.0387, -0.0261, 0.0404
Si, -0.0036, -0.0322, 0.0359
Si, -0.0021, 0.0605, 0.0606
Si, 0.0188, 0.0111, 0.0562
Si, 0.0286, -0.0142, -0.0334
Si, -0.0233, -0.0154, 0.0007
Si, 0.3108, 0.0248, -0.722
Si, -0.0535, -0.0253, 0.0616
Si, -0.0168, 0.0022, -0.0526
Si, 0.0113, 0.022, -0.0163
Si, -0.0431, -0.025, 0.1201
Si, -0.2475, 0.1239, -0.7002
Si, 0.0079, 0.043, 0.013
Si, -0.0913, 0.011, 0.0241
Si, -0.0095, 0.0173, 0.0263
Si, 0.2986, 0.0858, -0.7191
Si, 0.0854, -0.0695, -0.0161
Si, 0.0029, 0.0537, -0.007
Si, -0.2795, 0.0637, -0.8615
Si, 0.2596, 0.0273, -0.6642
Si, 0.0254, 0.0495, -0.0454
Si, -0.0219, -0.0544, -0.0696
Si, 0.0354, 0.0546, 0.0624
Si, 0.0313, -0.0855, -0.1979
Si, -0.0199, -0.0158, -0.0338
Si, -0.0857, 0.2932, -0.4336
Si, -0.1329, -0.0009, -0.1721
Si, -0.3121, 0.077, -0.581
Si, 0.3705, 0.1823, -0.5656
Si, 0.0681, -0.195, -0.6693
Si, -0.3869, -0.015, -0.3696
Si, -0.0017, 0.0797, -0.0948
Si, 0.0768, 0.1087, -0.4693
Si, 0.0186, 0.0536, -0.0276
Si, -0.0649, -0.0368, 0.009
Si, -0.0195, 0.0417, -0.0584
Si, -0.0135, -0.035, 0.0562
Si, -0.0596, -0.2353, -0.499
Si, 0.3673, -0.3539, -0.5245
Si, -0.3138, 0.1731, -0.623
Si, 0.0013, 0.0186, -0.002
Si, -0.0335, 0.0018, 0.0672
Si, 0.0566, -0.0057, -0.0297
Si, -0.0003, -0.0001, -0.1902
Si, 0.0804, -0.0101, 0.0071
Si, 0.0037, -0.0021, -0.213
Si, 0.0059, -0.0042, -0.0313
Si, 0.0908, -0.0899, -0.2267
Si, 0.0534, 0.0032, -0.6249
Si, -0.0542, -0.1616, -0.0103
Si, -0.0869, -0.0314, 0.0722
Si, -0.053, -0.0426, 0.0085
Si, -0.0101, -0.1842, -0.1266
Si, -0.0351, 0.0233, -0.0688
Si, -0.0035, 0.4331, -0.399
Si, 0.0586, -0.0943, 0.0253
Si, -0.0054, -0.0524, 0
Si, 0.007, 0.1008, 0.1476
Si, 0.0465, 0.0546, 0.0273
Si, -0.1138, 0.0074, -0.0035
Si, 0.024, 0.1141, -0.0647
Si, 0.0338, -0.0934, -0.2343
Si, -0.0298, -0.0743, 0.0609
Si, -0.072, -0.0104, 0.0171
Si, 0.0414, 0.0538, 0.0399
Si, -0.1032, 0.0487, 0.093
Si, -0.0056, 0.1082, -0.0196
Si, 0.0468, 0.0207, 0.0259
Si, -0.0453, 0.0872, -0.1175
Si, 0.0161, -0.0079, -0.0891
Si, -0.005, -0.0385, -0.044
Si, 0.0817, -0.0164, -0.0866
Si, 0.029, 0.0116, -0.0961
Si, 0.0813, -0.0693, 0.0276
Si, 0.0271, 0.0453, -0.0556
Si, 0.0849, 0.0134, 0.0802
Si, 0.0075, -0.0631, 0.17
Si, 0.0222, -0.0157, -0.097
Si, -0.0788, 0.13, -0.0332
Si, 0.05, -0.0647, 0.1244
Si, 0.1028, -0.0174, 0.0678
Si, -0.0542, 0.0724, 0.1005
Si, -0.0286, -0.0557, 0.0564
Si, 0.0297, 0.0525, 0.1269
Si, -0.0624, -0.0024, -0.0125
Si, -0.0225, 0.0213, 0.0761
Si, 0.0133, 0.0255, 0.0974
Si, -0.1183, 0.0241, 0.0386
Si, 0.1544, 0.0506, 0.6099
Si, 0.0353, 0.0634, 0.0798
Si, 0.2424, -0.1315, 0.6291
Si, 0.3737, -0.1465, 0.5055
Si, -0.2184, -0.2161, 0.5729
Si, -0.3054, -0.0876, 0.585
Si, -0.2124, 0.0971, 0.7218
Si, -0.3996, -0.1001, 0.6004
Si, 0.3201, 0.1266, 0.6022
Si, 0.3448, -0.272, 0.44
Si, 0.1031, 0.1331, 0.0489
Si, 0.3282, -0.2118, 0.6794
Si, -0.1099, -0.0578, 0.0989
Si, -0.4184, -0.0824, 0.4354
Si, -0.122, -0.082, 0.0737
Si, -0.1482, 0.1448, 0.6269
Si, -0.0905, 0.0164, 0.0302
Si, -0.0138, -0.0203, 0.0074
Si, 0.0002, 0.0174, -0.0096
Si, -0.0267, -0.0304, 0.0315
Si, -0.0147, 0.0003, -0.0048
Si, -0.0048, 0.0261, 0.0471
Si, 0.2309, -0.0751, 0.5655
Si, 0.0146, 0.0399, 0.0497
Si, -0.2501, -0.0851, 0.5931
Si, -0.0442, 0.0353, 0.0832
Si, 0.0088, -0.0341, -0.0551
Si, -0.012, 0.0104, 0.0033
Si, -0.0094, 0.0128, -0.0032
Si, 0.1662, 0.0308, 0.5937
Si, 0.0341, 0.0144, 0.0295
Si, -0.0622, 0.0257, 0.0357
Si, 0.0638, 0.0103, -0.0265
Si, 0.024, -0.0338, -0.0383
Si, 0.0165, 0.0267, -0.0711
Si, 0.0083, -0.0224, -0.0817
Si, -0.0207, -0.0258, -0.0719
Si, -0.0142, -0.0092, -0.0876
Si, -0.024, -0.0457, -0.0491
Si, 0.0887, 0.0222, 0.0669
Si, -0.0276, -0.0032, -0.0964
Si, 0.003, -0.008, -0.1014
Si, -0.1491, 0.0498, 0.611
Si, 0.0129, 0.0273, -0.0624
Si, -0.0248, 0.0029, -0.0668
Si, -0.0157, 0.0116, -0.0724
Si, -0.0164, 0.0259, -0.0586
Si, -0.0166, -0.0086, -0.056
Si, -0.0073, -0.0016, -0.0263
Si, 0.009, 0.0005, -0.0443
Si, 0.0452, -0.0098, -0.0393
Si, 0.0099, 0.0253, -0.0267
Si, 0.0122, -0.0168, 0.0417
Si, 0.0236, 0.0167, 0.0122
Si, -0.0255, -0.0001, 0.0219
Si, -0.0177, 0.0151, 0.0501
Si, -0.0283, -0.0328, -0.0473
Si, -0.0091, 0.0303, -0.0123
Si, 0.0117, -0.0247, -0.0354
Si, -0.0009, 0.018, -0.0675
Si, 0.0208, 0.0017, 0.0273
Si, -0.0025, -0.0004, 0.0218
Si, -0.0104, 0.0373, 0.0197
Si, -0.0216, 0.0012, 0.0381
Si, 0.0004, 0.0008, 0.0355
Si, -0.0152, -0.013, 0.0353
Si, -0.0146, 0.0095, -0.0043
Si, 0.0234, 0.0179, 0.0018
Si, 0.0131, -0.0048, 0.0133
Si, -0.0354, -0.005, -0.0232
Si, 0.023, 0.0183, -0.0081
Si, 0.0044, 0.0064, -0.0241
Si, -0.0075, 0.0055, 0.0409
Si, -0.0014, 0.023, -0.0022
Si, 0.0027, -0.0153, 0.0238
Si, 0.0013, -0.0122, -0.0054
Si, -0.02, -0.0069, -0.0076
Si, -0.0008, 0.0033, -0.0155
Si, -0.0154, -0.0059, -0.0151
Si, 0.0037, -0.013, 0.0039
Si, 0.0188, 0.0076, 0.0201
Si, 0.0323, -0.006, 0.0205
Si, 0.0326, -0.004, 0.0255
Si, 0.0293, 0.0112, 0.0181
Si, -0.0287, -0.0055, 0.0118
Si, -0.027, 0.0035, 0.0263
Si, -0.027, -0.0063, 0.0246
Si, -0.0466, 0.0004, 0.0148
Si, 0.0122, -0.0071, 0.0188
Si, 0.0458, 0.0101, 0.0309
Si, 0.0291, -0.0027, 0.0326
Si, 0.0376, 0.0094, 0.0163
Si, -0.023, 0.0024, 0.029
Si, -0.02, -0.0014, 0.0281
Si, -0.0328, -0.0017, 0.0192
Si, -0.0148, 0.0007, 0.0231
Si, 0.0145, 0.0205, -0.0186
Si, 0.0165, 0.015, -0.0311
Si, -0.0031, -0.0073, -0.0194
Si, 0.0065, 0.0078, -0.0175
Si, -0.0097, -0.0098, -0.0275
Si, -0.0056, 0.016, -0.0119
Si, 0.0041, 0.0035, -0.0196
Si, 0.0037, 0.0084, -0.0067
Si, -0.0193, 0.0071, -0.0138
Si, 0.0063, 0.0238, -0.0389
Si, -0.0009, -0.0151, -0.0252
Si, 0, -0.0134, -0.0294
Si, 0.0104, 0.0004, -0.0154
Si, -0.0156, -0.0188, -0.0184
Si, -0.0014, 0.0032, -0.0257
Si, 0.0036, -0.0125, -0.0337
Si, 0.0107, -0.0065, 0.0544
Si, -0.0124, 0.0363, 0.0191
Si, 0.0096, -0.011, -0.011
Si, -0.0282, -0.0172, -0.0039
Si, -0.0022, -0.0304, 0.0059
Si, -0.0168, 0.014, 0.011
Si, -0.0129, -0.023, 0.0034
Si, -0.0019, -0.0204, 0.0388
Si, 0.0059, 0.0024, 0.0461
Si, 0.0107, -0.0271, 0.0231
Si, -0.0239, 0.0111, 0.0173
Si, 0.0406, 0.0213, 0.0169
Si, -0.0161, -0.0135, -0.0023
Si, -0.0101, 0.0119, -0.0113
Si, -0.0088, 0.0083, -0.0175
Si, -0.0227, -0.0129, 0.0107
Si, -0.0353, 0.0045, -0.0406
Si, 0.0068, -0.0298, -0.0639
Si, -0.0053, -0.0015, -0.0334
Si, -0.0018, 0.0112, -0.0339
Si, 0.0185, 0.008, -0.0128
Si, -0.0315, 0.0145, -0.0398
Si, -0.0324, 0.008, -0.0367
Si, -0.0033, 0.0469, -0.0432
Si, -0.0167, -0.0155, -0.0497
Si, -0.0286, -0.0167, -0.0192
Si, 0.0338, -0.0088, -0.059
Si, -0.0082, 0.0024, -0.0446
Si, 0.0405, -0.028, -0.0102
Si, 0.0345, 0.0225, -0.0194
Si, -0.0357, -0.0105, -0.0951
Si, 0.0348, -0.0103, -0.0235
Si, 0.0644, -0.0149, 0.0649
Si, -0.0542, -0.0661, 0.0561
Si, 0.1223, -0.0696, -0.0202
Si, 0.0243, 0.0433, 0.0003
Si, -0.0528, -0.0514, 0.0323
Si, 0.0329, -0.0549, -0.0209
Si, 0.0572, -0.414, -0.5752
Si, 0.0253, 0.0314, 0.0562
Si, 0.0077, -0.0069, 0.0803
Si, 0.0083, -0.0284, 0.0383
Si, -0.017, 0.0378, 0.058
Si, 0.0023, -0.0025, 0.0826
Si, 0.0241, 0.0122, -0.0171
Si, -0.0461, 0.0532, 0.0641
Si, -0.2761, 0.0573, -0.4808
Si, 0.0184, -0.0592, 0.0413
Si, -0.025, 0.0134, -0.0446
Si, 0.0008, 0.047, 0.01
Si, -0.0329, -0.0049, 0.0894
Si, -0.2383, 0.1261, -0.6686
Si, 0.0277, 0.0499, 0.0539
Si, -0.0364, 0.0166, -0.0485
Si, -0.0524, 0.0177, 0.0971
Si, 0.2931, 0.0502, -0.7237
Si, 0.0688, -0.0539, -0.0539
Si, -0.0002, 0.0606, 0.0263
Si, 0.2514, 0.0708, -0.6554
Si, 0.2528, 0.0697, -0.62
Si, -0.0675, 0.1371, -0.8223
Si, -0.0934, -0.1446, -0.6246
Si, 0.0123, -0.0271, 0.1138
Si, -0.0499, 0.0413, -0.7188
Si, -0.0806, -0.0186, -0.0475
Si, 0.262, -0.1907, -0.5823
Si, -0.0608, -0.0379, -0.1563
Si, -0.288, 0.1154, -0.5676
Si, 0.3866, 0.198, -0.5596
Si, 0.1223, 0.2772, -0.5507
Si, -0.4428, 0.1003, -0.3383
Si, 0.0093, -0.0014, -0.0426
Si, 0.0473, 0.1448, -0.4256
Si, 0.0512, 0.0371, -0.0111
Si, -0.1216, 0.036, -0.0513
Si, -0.0036, -0.0178, -0.0285
Si, 0.0815, -0.0614, -0.014
Si, 0.0243, -0.0292, -0.0122
Si, 0.4448, 0.245, -0.4274
Si, -0.0474, 0.0237, 0.0825
Si, -0.0584, -0.0097, -0.0347
Si, -0.0438, -0.0125, 0.0817
Si, -0.0196, 0.1483, 0.0039
Si, 0.0929, -0.1557, -0.1039
Si, 0.0548, 0.0222, -0.0698
Si, -0.0583, 0.1207, -0.3061
Si, 0.0262, -0.0686, 0.0316
Si, 0.1265, -0.062, -0.1866
Si, 0.1709, 0.0028, -0.6117
Si, -0.0573, -0.147, 0.0806
Si, -0.0484, 0.0765, 0.0177
Si, -0.0018, 0.0578, -0.015
Si, -0.0068, -0.0822, -0.1855
Si, 0.025, 0.0315, 0.0114
Si, 0.0506, -0.0297, -0.0248
Si, 0.0919, -0.0549, 0.0612
Si, 0.0055, -0.0064, 0.0145
Si, -0.0945, 0.1163, 0.1504
Si, -0.1098, 0.042, -0.0334
Si, -0.0625, -0.0435, -0.0381
Si, -0.0709, 0.0566, -0.1056
Si, -0.0198, -0.0847, -0.2202
Si, -0.082, -0.0874, 0.091
Si, -0.0503, 0.0411, 0.0215
Si, 0.0171, -0.0586, 0.0203
Si, -0.0183, -0.0598, 0.1523
Si, 0.058, 0.0453, 0.1497
Si, 0.011, 0.1164, 0.0628
Si, -0.0099, 0.0872, -0.0353
Si, -0.0604, -0.0043, -0.022
Si, 0.0081, 0.0386, -0.008
Si, -0.1491, -0.0071, 0.0406
Si, 0.0566, 0.054, -0.1163
Si, -0.0151, -0.0818, 0.0259
Si, 0.0778, 0.0781, 0.0093
Si, 0.0426, -0.0177, 0.1192
Si, 0.0425, -0.052, 0.0821
Si, -0.0429, -0.0066, -0.0059
Si, 0.0095, 0.0379, -0.0569
Si, 0.0159, -0.0277, 0.1384
Si, 0.0528, -0.0198, 0.0335
Si, -0.0642, 0.0469, 0.1214
Si, -0.0197, -0.006, 0.0875
Si, 0.0503, 0.1118, 0.12
Si, -0.0369, -0.0355, -0.0089
Si, -0.0254, 0.0394, 0.1019
Si, 0.0063, 0.0947, 0.0164
Si, -0.0818, 0.0345, 0.0737
Si, -0.0129, 0.0033, -0.0129
Si, -0.0137, -0.0104, -0.013
Si, -0.0192, -0.0031, -0.0129
Si, -0.0163, 0.0007, -0.0146
Si, 0.015, 0.0005, -0.013
Si, 0.0224, -0.008, -0.0102
Si, 0.0237, -0.0018, -0.0126
Si, 0.0136, 0.0016, -0.0146
Si, -0.0092, 0.0021, -0.0093
Si, -0.011, 0.0007, -0.0076
Si, -0.0046, -0.0031, -0.009
Si, -0.0046, -0.0013, -0.0096
Si, 0.008, -0.0043, -0.0102
Si, 0.0126, 0.0026, -0.0071
Si, 0.0072, -0.0107, -0.0052
Si, 0.0133, -0.0041, -0.0124
Si, -0.01, -0.0014, -0.0082
Si, -0.0021, -0.0078, -0.0044
Si, -0.0097, 0.0032, -0.0081
Si, -0.0141, -0.0058, -0.0077
Si, 0.009, 0.0055, -0.005
Si, 0.0076, -0.0002, 0
Si, 0.0096, -0.0069, -0.01
Si, 0.0093, 0.0028, -0.009
Si, -0.0251, -0.0012, -0.0042
Si, -0.0175, -0.0036, -0.0057
Si, -0.0032, -0.001, -0.0124
Si, -0.0091, 0.0026, -0.0096
Si, -0.0003, -0.0062, -0.0112
Si, 0.0141, 0.0039, -0.0064
Si, 0.0223, -0.0071, -0.0073
Si, 0.0096, 0.0007, -0.0103
Si, 0.0011, 0.0038, 0.015
Si, -0.0012, 0.0096, 0.0218
Si, 0.0056, -0.0008, 0.0257
Si, 0.0038, -0.0058, 0.0168
Si, -0.0044, 0.0024, 0.0043
Si, -0.0053, 0.0074, 0.0075
Si, -0.0028, 0.0003, 0.006
Si, -0.0031, 0.0039, 0.0033
Si, -0.004, -0.0121, 0.0183
Si, 0.0011, 0.0089, 0.0137
Si, -0.0009, 0.0071, 0.0237
Si, -0.004, 0.0016, 0.0217
Si, 0.0077, -0.0009, 0.0017
Si, 0.0003, -0.0047, 0.0033
Si, 0.0001, -0.0061, 0.0044
Si, 0.0003, -0.0086, 0.0031
Si, -0.0027, -0.0024, 0.0169
Si, -0.0049, 0.0082, 0.0186
Si, -0.0004, 0.0005, 0.0242
Si, 0.0026, -0.0044, 0.0231
Si, 0.0047, 0.0009, 0.0064
Si, 0.0029, -0.0002, 0.0021
Si, -0.0006, 0.0002, 0.0013
Si, 0.0034, 0.0054, 0.0016
Si, 0.001, -0.0054, 0.0153
Si, 0.0006, 0.0109, 0.0205
Si, -0.0089, -0.0018, 0.0252
Si, -0.0039, -0.0037, 0.0161
Si, 0.007, 0.0055, 0.0017
Si, 0.0031, -0.0014, 0.0043
Si, -0.0012, 0.0054, 0.0076
Si, -0.0011, -0.0095, 0.0049
Si, 0.003, 0.0006, -0.0161
Si, 0, -0.0037, -0.0112
Si, 0.0032, -0.0009, -0.0113
Si, -0.0115, 0.0022, -0.0167
Si, 0.0045, -0.004, -0.0208
Si, 0.0038, 0.0007, -0.0182
Si, 0.0012, -0.0053, -0.0181
Si, -0.0011, 0.0016, -0.0194
Si, 0.0027, 0.0022, -0.0138
Si, 0.0066, -0.0011, -0.007
Si, 0.0013, 0.0016, -0.0032
Si, -0.0041, -0.0048, -0.0074
Si, -0.0028, 0.0073, -0.0163
Si, 0.0051, 0.0053, -0.0134
Si, -0.004, 0.002, -0.0148
Si, -0.0022, -0.0007, -0.0171
Si, 0.0108, 0.0045, -0.0146
Si, -0.0002, 0.0005, -0.0078
Si, -0.0001, 0.0009, -0.0088
Si, -0.0024, 0.0004, -0.0122
Si, -0.0084, -0.0012, -0.0144
Si, -0.0068, 0.0052, -0.016
Si, 0.0006, -0.0037, -0.0191
Si, -0.0026, -0.0009, -0.0164
Si, -0.0059, 0.0055, -0.0122
Si, 0.0083, -0.0022, -0.004
Si, 0.0122, 0.0009, -0.0054
Si, -0.0032, -0.0049, -0.0075
Si, -0.0073, 0.0022, -0.0168
Si, 0.0037, -0.0006, -0.0162
Si, 0.0032, -0.0021, -0.0133
Si, -0.0032, 0.0004, -0.0185
Si, 0.0188, -0.0025, 0.0127
Si, 0.0155, 0.001, 0.0162
Si, 0.0092, 0.0012, 0.0177
Si, 0.0149, -0.0005, 0.0145
Si, -0.0105, 0.0064, 0.0171
Si, -0.0125, 0.0051, 0.0165
Si, -0.0109, 0.0011, 0.0149
Si, -0.0056, -0.0034, 0.0141
Si, -0.0044, -0.0004, 0.0151
Si, 0.0032, 0.004, 0.0157
Si, -0.0004, 0.0046, 0.0145
Si, -0.0002, 0.0007, 0.0181
Si, -0.0012, -0.0019, 0.0132
Si, -0.0084, -0.0016, 0.0154
Si, -0.0078, -0.0055, 0.0168
Si, -0.0068, -0.0022, 0.0136
Si, 0.0102, -0.0075, 0.0107
Si, 0.0172, -0.0027, 0.0163
Si, 0.0176, -0.0034, 0.0157
Si, 0.0127, -0.0012, 0.0128
Si, -0.0126, -0.0001, 0.0155
Si, -0.0123, -0.0007, 0.0154
Si, -0.0112, 0.0002, 0.0158
Si, -0.0054, 0.0025, 0.0109
Si, 0.0081, -0.0019, 0.0119
Si, 0.0074, -0.0015, 0.0109
Si, -0.0017, 0.003, 0.0131
Si, 0.0001, 0.0037, 0.0158
Si, 0.0007, -0.0013, 0.0125
Si, -0.0099, 0.0006, 0.0177
Si, -0.0088, -0.0006, 0.0193
Si, -0.0084, 0.0017, 0.0131
Si, -0.0189, -0.0018, -0.0209
Si, -0.0191, 0.0015, -0.0175
Si, -0.0104, -0.0037, -0.0137
Si, -0.0121, 0.0062, -0.0148
Si, 0.0089, -0.0021, -0.0172
Si, 0.0153, 0.0008, -0.0187
Si, 0.0188, -0.0023, -0.0141
Si, 0.0066, -0.0006, -0.0203
Si, -0.0043, -0.002, -0.0182
Si, -0.0034, -0.0043, -0.0166
Si, -0.0077, -0.0015, -0.0125
Si, -0.0059, -0.0059, -0.012
Si, 0.0041, 0.0006, -0.0129
Si, 0.0111, -0.0008, -0.0133
Si, 0.0166, 0.0022, -0.007
Si, 0.0092, 0.0019, -0.0072
Si, -0.0078, -0.0016, -0.0191
Si, -0.0155, 0.0061, -0.0154
Si, -0.0176, 0.0004, -0.0105
Si, -0.0169, 0.0081, -0.0112
Si, 0.012, -0.0008, -0.0194
Si, 0.0138, 0.0023, -0.0161
Si, 0.0138, 0.0021, -0.0163
Si, 0.0096, 0.0032, -0.0211
Si, -0.0127, 0.0002, -0.0142
Si, -0.0122, -0.0009, -0.0151
Si, -0.0118, -0.0009, -0.0129
Si, 0.0001, -0.0065, -0.0101
Si, 0.0071, 0, -0.0135
Si, 0.0094, 0.0014, -0.0119
Si, 0.0135, -0.0013, -0.0082
Si, 0.0101, -0.002, -0.0089
Si, -0.0085, -0.0006, 0.0173
Si, 0.0057, -0.0022, 0.0155
Si, -0.005, 0.0071, 0.0194
Si, 0.0103, -0.0044, 0.0087
Si, 0.0048, 0.0034, 0.0189
Si, -0.0102, 0.01, 0.0171
Si, -0.0054, 0.0006, 0.0133
Si, -0.0164, -0.005, 0.0158
Si, -0.0035, -0.0068, 0.0131
Si, 0.0017, 0.0042, 0.0124
Si, -0.0078, -0.0009, 0.0157
Si, -0.0152, 0.0042, 0.0081
Si, 0.0063, 0.0043, 0.0132
Si, 0.0102, 0.0007, 0.0195
Si, 0.0026, -0.0019, 0.0147
Si, 0.0101, -0.012, 0.0185
Si, -0.0051, 0.0014, 0.0057
Si, 0.011, -0.0084, 0.0146
Si, 0.0091, 0.0004, 0.0189
Si, 0.02, -0.0038, 0.009
Si, -0.005, 0.0002, 0.0116
Si, -0.0101, -0.0003, 0.0142
Si, -0.001, -0.0044, 0.0182
Si, -0.0229, 0.004, 0.0193
Si, 0.0003, -0.0043, 0.0169
Si, 0.0023, 0.0026, 0.0137
Si, 0.0002, 0.0024, 0.017
Si, -0.012, 0.0049, 0.0106
Si, 0.0105, 0.0045, 0.0099
Si, 0.0159, -0.0016, 0.0211
Si, 0.0021, -0.0006, 0.0156
Si, 0.0059, -0.0036, 0.0212
Si, 0.0054, 0.0036, -0.0181
Si, 0.0053, 0.005, -0.0144
Si, -0.0002, 0.0129, -0.0194
Si, -0.0013, -0.013, -0.0153
Si, -0.0022, 0.0028, -0.0148
Si, 0.0057, 0.0029, -0.0163
Si, 0.0004, -0.0198, -0.0152
Si, 0.0032, -0.0115, -0.0066
Si, -0.0034, 0.0008, -0.0168
Si, -0.001, -0.0101, -0.0199
Si, 0.0086, -0.0014, -0.0107
Si, 0.0048, -0.0041, -0.0175
Si, -0.003, 0.0027, -0.0136
Si, -0.0014, 0.0074, -0.0179
Si, 0.0006, -0.0036, -0.0136
Si, -0.0049, 0.0039, -0.0043
Si, 0.0002, -0.0135, -0.022
Si, -0.0037, 0.0168, -0.0167
Si, -0.011, 0.0096, -0.0152
Si, 0.0027, 0.0074, -0.0165
Si, -0.0025, 0.0015, -0.0225
Si, -0.0001, -0.0002, -0.02
Si, 0.0006, -0.014, -0.0123
Si, 0.0065, 0.0132, -0.0212
Si, -0.0031, 0.0016, -0.0142
Si, -0.0074, -0.0058, -0.018
Si, 0.0017, -0.0013, -0.0119
Si, -0.0001, -0.0154, -0.0065
Si, -0.0016, -0.0031, -0.0202
Si, -0.0038, -0.001, -0.0195
Si, 0.0031, -0.0025, -0.0128
Si, -0.0051, 0.0109, -0.0133
Si, -0.0276, -0.0074, 0.021
Si, -0.0112, 0.007, 0.0221
Si, 0.0047, 0.0034, 0.0104
Si, -0.0108, 0.0034, 0.0164
Si, -0.0045, -0.0016, 0.0285
Si, 0.0115, -0.0036, 0.0224
Si, -0.0161, 0.0108, 0.0116
Si, -0.0041, 0.0062, 0.0253
Si, 0.0264, -0.0099, 0.0141
Si, 0.0198, 0, 0.0106
Si, -0.0023, 0.0176, 0.0099
Si, 0.0225, 0.0048, 0.0088
Si, 0.0039, 0.0022, 0.0069
Si, -0.0193, 0.0002, 0.0091
Si, 0.0038, 0.0071, 0.003
Si, -0.0234, -0.0025, 0.003
Si, -0.0016, -0.0037, 0.0187
Si, -0.0165, -0.0048, 0.022
Si, 0.0028, 0.0082, 0.013
Si, 0.0014, 0.0016, 0.0217
Si, -0.0055, 0.0055, 0.0216
Si, 0.021, -0.0166, 0.0298
Si, -0.0108, 0.017, 0.0268
Si, -0.0022, -0.0046, 0.0202
Si, 0.0181, -0.0028, 0.0108
Si, 0.0167, 0.0002, 0.0091
Si, -0.0013, 0.0052, 0.0136
Si, 0.0019, 0.0014, 0.0045
Si, -0.0074, -0.0116, 0.0044
Si, -0.0149, 0.0002, 0.0018
Si, 0.0018, 0.0052, 0.0017
Si, -0.0121, 0.0109, 0.0024
O, -0.0167, 0.1618, -0.0643
O, 0.0332, 0.1865, -0.0443
O, -0.0008, 0.1065, 0.4988
O, -0.1466, 0.2168, -0.4126
O, -0.0752, -0.619, -0.0593
O, 0.1306, 0.3233, -0.3293
O, -0.0179, 0.6311, -0.2316
O, -0.1337, -0.1783, -0.3299
O, -0.2165, -0.266, -0.1171
O, -0.0019, 0.3973, -0.2142
O, -0.366, 0.3398, -0.3083
O, -0.1173, -0.0556, 0.3995
O, -0.0779, -0.4726, 0.1573
O, -0.1407, 0.1939, -0.2503
O, -0.2126, 0.4197, 0.4152
O, 0.2134, -0.3244, -0.1806
O, -0.1348, -0.2133, -0.4169
O, 0.1527, 0.1724, 0.1859
O, -0.0865, -0.5239, -0.1112
O, 0.033, 0.1183, 0.1459
O, -0.1672, 0.4311, -0.0408
O, 0.2016, 0.2255, -0.4955
O, 0.5135, -0.145, 0.0895
O, -0.236, -0.2593, 0.2538
O, 0.1554, -0.2348, 0.4486
O, 0.0075, 0.133, 0.3501
O, -0.1486, 0.4253, 0.5371
O, -0.4065, 0.1935, -0.2787
O, 0.1565, -0.4725, 0.2237
O, 0.0425, 0.3986, 0.4279
O, 0.6682, -0.0589, -0.2108
O, 0.0717, 0.0123, -0.3619
O, -0.4305, -0.2173, -0.1845
O, 0.3634, -0.4633, 0.0994
O, 0.0082, -0.2477, 0.0354
O, 0.0449, 0.1168, -0.1054
O, 0.4142, 0.1838, -0.1463
O, -0.4453, 0.0005, -0.5282
O, 0.2463, 0.4428, 0.0385
O, -0.542, 0.2074, -0.1145
O, -0.3379, -0.0217, -0.2131
O, -0.0806, 0.2702, 0.4096
O, 0.3324, 0.295, -0.4234
O, 0.2357, -0.0278, -0.0718
O, 0.0853, 0.0197, -0.3595
O, 0.3956, 0.4621, 0.0573
O, -0.1806, -0.4952, -0.031
O, 0.3687, -0.1393, 0.0541
O, -0.3552, 0.0805, 0.6088
O, 0.1821, -0.2512, -0.2997
O, 0.0466, -0.0546, -0.4611
O, 0.0934, -0.1926, -0.3031
O, -0.4037, 0.0418, 0.1484
O, 0.2916, 0.3298, 0.1121
O, -0.3471, 0.0301, 0.1023
O, -0.1373, 0.2639, -0.1878
O, -0.0628, -0.6272, 0.2491
O, -0.4444, 0.1511, -0.3658
O, 0.2222, -0.2442, -0.4331
O, -0.6852, 0.0912, 0.1823
O, -0.2207, -0.19, 0.2329
O, 0.4665, 0.4266, 0.2451
O, 0.3836, 0.0247, 0.2024
O, 0.3299, -0.1476, 0.0599
O, -0.0289, -0.0909, 0.3326
O, -0.4019, -0.0361, 0.4355
O, -0.3571, 0.034, 0.3984
O, 0.3392, -0.0009, 0.3354
O, 0.3801, -0.096, -0.0319
O, -0.2565, -0.4255, -0.0597
O, -0.1854, -0.4617, -0.0015
O, 0.2046, -0.2657, 0.1686
O, 0.1472, -0.1158, 0.3441
O, -0.2239, -0.2631, 0.4485
O, -0.2603, -0.2104, -0.397
O, 0.2297, -0.0657, 0.5228
O, -0.4187, -0.0003, 0.1779
O, 0.4163, 0.39, 0.1055
O, -0.1222, 0.298, 0.7522
O, 0.1293, 0.3428, 0.2842
O, 0.0458, -0.035, 0.5084
O, 0.1969, 0.3639, 0.1028
O, -0.6047, -0.2826, 0.1455
O, 0.1072, 0.312, -0.0344
O, -0.2856, -0.3317, 0.4518
O, 0.5576, -0.2215, 0.1513
O, 0.3297, -0.2735, 0.365
O, 0.3684, -0.2338, -0.0582
O, -0.1535, 0.4004, -0.0694
O, 0.1413, 0.1737, 0.4764
O, -0.5292, -0.0933, 0.2766
O, -0.2711, -0.22, -0.1313
O, 0.3574, -0.1264, 0.2309
O, -0.4998, 0.0935, 0.4619
O, 0.0747, -0.0526, -0.3353
O, -0.2541, 0.614, -0.2175
O, -0.3552, 0.2203, -0.1286
O, -0.3574, 0.1399, -0.2626
O, -0.3895, -0.4551, 0.0318
O, 0.3471, 0.0616, -0.2373
O, 0.1958, -0.1214, -0.1748
O, 0.5248, 0.2145, 0.0444
O, -0.1619, -0.1087, -0.49
O, 0.0897, 0.1158, -0.6342
O, -0.1598, 0.1372, -0.3716
O, -0.3477, 0.6315, 0.1391
O, -0.1846, 0.3325, -0.352
O, -0.1608, -0.6673, 0.1818
O, 0.43, 0.3451, -0.1314
O, -0.1875, -0.5127, 0.3981
O, -0.1905, -0.1638, -0.4483
O, 0.0613, 0.2498, -0.2691
O, -0.0296, -0.3973, -0.3018
O, 0.4002, -0.0568, 0.2991
O, -0.4735, -0.1446, 0.1859
O, 0.3409, -0.4208, 0.0562
O, 0.5227, 0.0673, 0.0358
O, -0.0182, 0.0036, 0.4264
O, 0.2278, -0.1651, -0.2824
O, -0.273, -0.0424, -0.3647
O, -0.1248, 0.0562, 0.5631
O, 0.4279, -0.1045, -0.4861
O, 0.2338, -0.6542, -0.0112
O, 0.1833, -0.1586, -0.2264
O, -0.4723, -0.0083, 0.2202
O, 0.3656, -0.4724, -0.0019
O, -0.2686, -0.4308, 0.3416
O, -0.0394, -0.403, -0.0729
O, -0.5478, 0.3115, 0.0314
O, -0.2532, -0.1622, 0.0108
O, 0.2146, -0.3949, -0.0405
O, -0.0032, 0.1254, -0.5699
O, -0.2784, 0.1284, -0.2174
O, -0.0307, 0.3125, -0.1447
O, -0.2979, 0.0888, 0.3606
O, 0.6079, 0.3321, -0.0799
O, 0.0127, 0.4607, -0.2182
O, 0.2967, 0.3584, -0.4586
O, -0.3616, 0.663, -0.0334
O, 0.1778, 0.2205, 0.2931
O, -0.0279, 0.6026, -0.3319
O, 0.0179, -0.431, 0.216
O, -0.0212, 0.3765, 0.0439
O, -0.0666, -0.3565, 0.1523
O, 0.1024, 0.1458, -0.4033
O, 0.0566, 0.3016, -0.175
O, 0.198, -0.3448, 0.3049
O, -0.0467, -0.6322, 0.4472
O, -0.2493, 0.016, -0.3132
O, -0.2661, 0.1315, 0.1257
O, -0.0001, -0.1599, -0.1132
O, -0.0388, 0.2532, 0.1545
O, -0.2593, -0.6045, -0.1659
O, -0.0895, -0.1738, 0.3616
O, 0.0537, 0.4097, -0.0496
O, -0.06, 0.5495, -0.419
O, 0.2135, -0.3968, 0.3831
O, 0.041, -0.0458, 0.1635
O, 0.2377, -0.1473, 0.5178
O, 0.074, 0.1177, 0.2284
O, 0.2305, -0.6341, -0.0534
O, -0.0435, 0.5178, 0.3103
O, -0.2926, 0.0249, 0.5067
O, -0.6065, 0.3313, -0.0066
O, 0.0984, 0.1408, 0.0179
O, 0.3995, -0.1959, -0.0424
O, 0.0907, 0.1442, -0.3447
O, -0.1777, 0.023, -0.2165
O, 0.3451, -0.0571, -0.3998
O, -0.1699, -0.3641, -0.2068
O, -0.0434, -0.4881, 0.0041
O, 0.5526, 0.0647, -0.1059
O, 0.3066, -0.2822, -0.2324
O, 0.1356, 0.3636, -0.077
O, -0.6981, 0.099, 0.123
O, -0.3181, 0.0368, -0.0015
O, 0.0808, 0.4971, 0.5287
O, -0.0875, 0.2932, -0.4732
O, 0.023, -0.1454, -0.4602
O, -0.1395, 0.1389, 0.1137
O, 0.4526, 0.5175, 0.2433
O, -0.084, -0.2849, -0.3315
O, 0.4306, -0.1382, -0.0111
O, -0.1738, 0.1481, 0.4415
O, 0.1329, -0.3481, -0.1814
O, -0.0701, 0.0385, -0.3306
O, -0.4351, 0.0023, -0.5984
O, -0.5224, -0.1683, 0.0582
O, 0.1494, 0.5611, -0.1972
O, -0.3615, 0.1458, 0.036
O, -0.5249, 0.4553, -0.1401
O, -0.1351, -0.0303, -0.401
O, -0.0549, -0.3559, -0.0408
O, -0.2472, -0.4461, 0.0498
O, -0.5649, 0.0008, -0.0156
O, -0.1517, -0.0688, -0.0779
O, -0.0896, 0.3654, 0.2795
O, -0.0323, 0.1394, 0.1633
O, 0.2076, -0.26, 0.2924
O, -0.3699, 0.003, 0.4639
O, -0.288, -0.1723, -0.4289
O, 0.2856, 0.0131, 0.4525
O, 0.2321, 0.5157, 0.1498
O, -0.4023, -0.2452, -0.2154
O, -0.2813, -0.671, -0.0925
O, 0.3993, -0.2247, 0.3507
O, -0.5413, -0.097, 0.0821
O, -0.1164, -0.1096, 0.4477
O, -0.2874, 0.4566, -0.5082
O, 0.0208, -0.1934, 0.2054
O, -0.1241, -0.0311, 0.1702
O, 0.0081, -0.6058, 0.2585
O, -0.3017, -0.0326, 0.1528
O, -0.1492, 0.1491, 0.2913
O, 0.4331, -0.3456, -0.0714
O, -0.2852, -0.2168, 0.3646
O, 0.5195, -0.0572, -0.4931
O, 0.5246, -0.1671, 0.4515
O, 0.2454, -0.0334, 0.3025
O, 0.3806, -0.2165, 0.4381
O, 0.4102, -0.0489, -0.3296
O, -0.1188, 0.1708, 0.0735
O, -0.5647, 0.1522, -0.2455
O, -0.4367, -0.2218, -0.0011
O, 0.4755, -0.1143, 0.1612
O, -0.5494, 0.1171, 0.2588
O, 0.4371, -0.017, -0.009
O, -0.1736, 0.2578, 0.1445
O, -0.0197, 0.5468, -0.007
O, -0.1982, -0.0609, -0.1449
O, -0.2514, 0.289, 0.1158
O, 0.4839, 0.1755, -0.3383
O, 0.3377, -0.2818, 0.1214
O, -0.3176, -0.6226, -0.2578
O, -0.0131, 0.2527, 0.0988
O, -0.5461, 0.0588, 0.1571
O, 0.3078, 0.3065, 0.2444
O, -0.1507, -0.012, -0.0719
O, 0.2758, -0.2915, -0.224
O, 0.2432, 0.5662, -0.1011
O, -0.0144, -0.097, -0.4921
O, -0.3411, -0.2301, 0.0012
O, 0.2259, 0.2065, -0.2599
O, -0.2863, -0.3907, 0.4978
O, 0.2823, 0.2486, -0.2188
O, 0.0894, 0.2405, -0.1652
O, -0.1928, -0.5684, 0.1238
O, 0.6173, 0.0401, 0.1968
O, -0.0985, -0.3301, -0.0598
O, 0.3123, 0.028, 0.0192
O, -0.4997, -0.263, 0.1419
O, 0.366, 0.3413, -0.3217
O, -0.3508, 0.4582, 0.2024
O, 0.0854, -0.0128, 0.2774
O, 0.1148, 0.0185, -0.3948
O, 0.0635, -0.4122, -0.2648
O, 0.1922, 0.0211, -0.4821
O, -0.2909, -0.1928, 0.3229
O, 0.0953, -0.1641, -0.1182
O, 0.2565, 0.3393, 0.0283
O, -0.1642, -0.279, -0.159
O, -0.4956, 0.1863, 0.0401
O, -0.3131, -0.0784, -0.1048
O, 0.4695, -0.3944, 0.0885
O, 0.1472, 0.0925, 0.1564
O, -0.3474, 0.3104, -0.094
O, -0.0279, 0.2722, -0.3387
O, 0.1767, -0.1766, -0.1993
O, 0.4867, 0.0138, -0.2318
O, 0.0862, 0.4337, -0.1006
O, 0.5897, 0.3373, 0.399
O, 0.0322, -0.0391, -0.3783
O, 0.1775, 0.0265, -0.3299
O, -0.188, -0.474, 0.1097
O, 0.3662, 0.3075, -0.0176
O, -0.4508, -0.2833, 0.0298
O, -0.3074, 0.035, 0.1785
O, -0.2744, -0.2955, 0.2321
O, 0.5417, -0.1592, -0.0309
O, 0.1598, 0.2913, -0.4863
O, 0.2492, 0.2454, 0.2309
O, -0.1157, 0.1087, 0.3609
O, 0.4718, 0.1743, 0.0548
O, -0.2222, 0.037, 0.0769
O, 0.7264, -0.0499, -0.1416
O, -0.3554, -0.3461, 0.4768
O, 0.3049, -0.1161, -0.3318
O, 0.0995, 0.5099, 0.2216
O, 0.4228, 0.0408, -0.0203
O, -0.0112, -0.3783, -0.2791
O, 0.1527, 0.1438, 0.0789
O, 0.1499, 0.255, 0.1967
O, 0.1042, -0.2565, -0.2866
O, 0.1238, -0.1128, 0.2642
O, -0.0043, 0.2868, 0.2101
O, -0.5009, -0.0069, 0.037
O, 0.3099, -0.2674, 0.1179
O, 0.4049, -0.0735, 0.1484
O, 0.5409, 0.1489, -0.2497
O, -0.0796, 0.0276, -0.4359
O, -0.386, 0.0496, 0.1744
O, -0.5437, -0.3818, 0.4879
O, -0.4079, 0.172, 0.1142
O, 0.3101, -0.2325, 0.188
O, 0.2984, 0.0262, -0.3976
